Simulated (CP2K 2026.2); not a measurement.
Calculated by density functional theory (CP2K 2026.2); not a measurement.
Periodic cell of 2016 atoms, Si1440O576, from a study of silicon, its oxide and their interface. The atomic structure is a simulated model.
Doubt: the forces sum to 7.88 eV/angstrom along one axis rather than to zero, so they err by at least 0.0039 eV/angstrom per atom on average; the grid cutoff is modest.

Settings
functional: PBE
method: Gaussian and plane waves
basis set: DZVP-MOLOPT-SR-GTH
pseudopotentials: GTH-PBE
grid cutoff: 300 Ry, relative cutoff 40 Ry
k points: Gamma only
occupations: fixed
spin: none
net charge: 0

Cell vectors (angstrom)
a	65.28	0	0
b	0	16.32	0
c	-0.4307	-0.3096	33.11

Atoms and the computed forces on them: element, x, y, z (angstrom), force x, y, z (eV/angstrom)
Si	1.534	-1.615	0.06	-0.216	0.071	0.732
Si	3.912	1.035	-0.117	-0.054	0.318	0.652
Si	0.829	4.24	0.043	0.231	-0.12	0.706
Si	3.702	6.994	0.162	0.163	-0.211	0.641
Si	1.449	-7.077	0.06	-0.233	0.314	0.646
Si	3.754	-3.843	-0.105	0.206	-0.219	0.696
Si	6.424	-0.918	-0.438	0.252	-0.335	0.66
Si	9.296	1.719	-0.213	0.125	-0.237	0.664
Si	6.962	3.845	-0.037	-0.179	0.055	0.717
Si	9.037	7.159	-0.001	0.276	-0.125	0.775
Si	6.776	9.327	0.04	-0.152	0.175	0.688
Si	9.656	12.023	0.025	-0.088	0.065	0.674
Si	12.438	-1.562	0.192	-0.065	-0.071	0.63
Si	14.991	0.938	0.224	0.007	0.304	0.657
Si	12.415	4.146	-0.166	-0.086	-0.109	0.68
Si	14.844	6.685	0.039	0.313	0.086	0.688
Si	11.962	9.931	-0.213	0.192	-0.296	0.685
Si	14.743	-3.628	-0.171	0.12	-0.263	0.644
Si	17.502	-0.88	0.061	0.097	-0.331	0.784
Si	20.181	1.709	-0.12	0.271	-0.215	0.761
Si	17.903	3.907	-0.114	-0.34	0.227	0.695
Si	20.223	6.992	-0.161	0.369	-0.381	0.545
Si	18.081	-6.943	-0.041	-0.415	0.295	0.665
Si	20.538	12.449	-0.338	-0.22	0.099	0.728
Si	23.512	-1.535	-0.015	-0.305	0.24	0.558
Si	25.663	1.486	-0.11	0.299	-0.137	0.69
Si	23.644	3.961	-0.22	-0.328	0.163	0.659
Si	25.87	6.884	0.059	0.164	-0.061	0.696
Si	23.601	9.019	-0.196	-0.156	0.287	0.664
Si	25.836	-3.792	0.039	0.277	-0.329	0.622
Si	29.137	-1.653	0.216	-0.34	0.284	0.619
Si	31.45	1.612	0.281	-0.013	-0.277	0.64
Si	29.086	3.655	0.015	-0.242	0.139	0.7
Si	31.169	6.879	-0.061	0.204	-0.185	0.771
Si	29.064	-7.061	-0.207	-0.264	0.218	0.683
Si	31.297	12.319	0.417	0.207	-0.189	0.689
Si	34.302	-1.657	0.063	-0.158	0.185	0.736
Si	36.381	1.654	0.281	0.333	-0.218	0.729
Si	34.201	3.91	0.485	-0.04	0.246	0.711
Si	36.664	6.885	0.021	0.172	-0.055	0.76
Si	34.313	8.997	-0.283	-0.199	0.392	0.664
Si	36.533	12.457	0.06	0.057	-0.203	0.747
Si	39.475	-1.859	-0.071	0.145	0.006	0.647
Si	-23.367	1.397	-0.148	0.325	-0.212	0.656
Si	39.832	3.83	0.049	-0.254	0.131	0.751
Si	-23.249	7.092	0.124	0.148	-0.068	0.761
Si	39.926	9.394	0.157	-0.154	0.072	0.704
Si	-22.52	12.123	0.194	-0.289	0.057	0.649
Si	-19.788	-1.953	0.34	-0.003	0.13	0.74
Si	-18.024	1.471	0.151	0.258	-0.014	0.679
Si	-20.137	3.812	0.086	-0.141	0.079	0.707
Si	-17.412	6.588	0.338	-0.137	0.051	0.781
Si	-20.342	9.875	0.182	0.082	-0.274	0.702
Si	-17.575	12.248	0.708	-0.03	0.076	0.406
Si	-14.615	-1.5	0.324	-0.307	0.084	0.701
Si	-12.089	1.215	0.338	-0.113	0.13	0.719
Si	-15.286	4.3	0.132	0.261	-0.143	0.763
Si	-12.331	6.903	-0.29	-0.352	0.295	0.779
Si	-15.466	9.952	0.582	0.026	-0.029	0.657
Si	-12.677	12.347	0.342	0.347	-0.02	0.655
Si	-9.813	-0.933	0.194	0.079	-0.362	0.67
Si	-7.204	1.503	0.468	0.34	-0.313	0.632
Si	-9.439	3.733	0.425	-0.273	0.481	0.629
Si	-7.182	7.174	0.21	0.055	-0.205	0.715
Si	-9.303	-6.842	0.131	-0.279	0.093	0.677
Si	-6.876	-4.309	0.258	-0.093	0.239	0.703
Si	-4.168	-1.525	0.142	-0.143	0.153	0.705
Si	-1.958	1.58	0.053	0.162	-0.044	0.665
Si	-4.173	3.764	0.246	0.061	0.148	0.643
Si	-1.272	6.605	0.024	-0.262	0.103	0.707
Si	-4.54	-6.388	0.242	0.112	-0.202	0.753
Si	-1.908	-3.748	0.02	0.238	-0.158	0.702
Si	2.602	-0.076	1.452	0.016	0	-0.035
Si	5.24	2.664	1.103	0.012	-0.006	-0.043
Si	2.512	5.351	1.314	-0.022	-0.021	-0.05
Si	5.28	8.172	1.416	0.015	-0.022	-0.045
Si	2.619	-5.428	1.266	0.02	0.013	-0.04
Si	5.418	-2.628	1.034	-0.014	0.037	-0.047
Si	8.077	0.068	1.003	0.006	-0.023	-0.038
Si	10.957	2.742	1.115	0.01	0.047	-0.016
Si	8.059	5.457	1.297	0.008	-0.026	-0.017
Si	10.818	8.267	1.104	0.023	-0.02	-0.04
Si	8.046	10.879	1.27	0.009	-0.006	-0.062
Si	10.847	-2.788	1.354	0.012	-0.005	-0.038
Si	13.572	-0.145	1.638	-0.023	-0.015	-0.012
Si	16.224	2.754	1.145	0.019	0.019	-0.048
Si	13.539	5.424	1.43	-0.033	-0.031	-0.078
Si	16.372	-8.157	1.129	-0.015	0.028	-0.096
Si	13.609	-5.319	1.11	-0.008	0.004	-0.052
Si	16.391	-2.639	1.193	-0.004	-0.006	-0.061
Si	19.118	0.171	1.339	0.001	0.028	-0.07
Si	21.892	2.848	1.036	0.02	-0.016	-0.061
Si	19.074	5.451	1.204	0.007	-0.01	-0.04
Si	21.933	8.036	1.128	-0.029	0.002	-0.012
Si	19.175	11.069	1.103	0.034	0.028	-0.063
Si	21.828	-2.642	1.179	-0.005	0.006	-0.069
Si	24.556	0.045	1.324	0.015	-0.005	-0.03
Si	27.37	2.56	1.181	-0.052	0.006	-0.056
Si	24.66	5.381	1.34	-0.002	0.011	-0.042
Si	27.417	-8.121	1.183	0.031	0	-0.051
Si	24.625	-5.529	1.1	-0.047	-0.012	-0.03
Si	27.389	-2.698	1.37	0.024	-0.001	-0.019
Si	30.219	-0.019	1.456	-0.009	0.037	-0.044
Si	32.748	2.733	1.802	-0.01	-0.01	-0.028
Si	30.041	5.357	1.321	0.001	0.005	-0.065
Si	32.776	8.023	1.235	-0.009	-0.006	-0.07
Si	30.019	10.714	1.419	-0.021	-0.049	-0.067
Si	32.864	-2.762	1.547	0.03	0.015	-0.053
Si	35.371	-0.066	1.467	0.017	-0.045	-0.062
Si	38.203	2.685	1.36	-0.001	-0.021	-0.035
Si	35.529	5.481	1.525	0.018	0.032	-0.051
Si	38.244	8.137	1.285	-0.013	0.003	-0.045
Si	35.376	10.728	1.124	-0.023	-0.064	-0.055
Si	38.041	-2.778	1.5	-0.012	-0.043	-0.031
Si	-24.353	-0.32	1.199	-0.028	-0.002	-0.009
Si	-21.762	2.576	1.275	-0.037	-0.014	-0.005
Si	-24.359	5.429	1.401	0.003	0.011	-0.039
Si	-21.595	8.219	1.386	-0.024	0.014	-0.059
Si	-24.217	10.965	1.441	0.004	-0.015	-0.009
Si	-21.455	-2.845	1.734	0.007	-0.001	-0.061
Si	-19.011	-0.09	1.564	-0.035	0.009	-0.062
Si	-16.377	2.656	1.415	-0.027	0.015	-0.063
Si	-19.027	5.361	1.5	-0.001	-0.023	-0.046
Si	-16.42	8.18	1.755	-0.006	-0.051	0.008
Si	-19.014	10.858	1.843	-0.032	-0.017	-0.068
Si	-16.209	-2.557	1.733	0.043	0.025	-0.042
Si	-13.566	0.029	1.685	0.024	0.015	-0.06
Si	-10.999	2.709	1.76	-0.034	-0.037	-0.005
Si	-13.657	5.551	1.299	0.027	0.02	-0.046
Si	-11.101	8.355	1.218	0.035	-0.025	-0.041
Si	-13.792	10.977	1.821	0.022	0.004	-0.019
Si	-10.903	-2.747	1.356	-0.011	0.039	-0.035
Si	-8.387	0.02	1.779	-0.034	-0.044	-0.039
Si	-5.555	2.617	1.684	-0.004	0.016	-0.001
Si	-8.342	5.535	1.454	0.012	0.008	-0.02
Si	-5.593	8.26	1.524	-0.008	0.007	-0.074
Si	-8.257	-5.472	1.697	-0.014	-0.03	-0.038
Si	-5.703	-2.678	1.471	0.021	0.02	-0.055
Si	-2.978	0.017	1.458	0.004	-0.006	-0.066
Si	-0.284	2.668	1.344	-0.008	-0.013	-0.065
Si	-2.921	5.462	1.315	0.012	-0.027	-0.035
Si	-0.185	8.19	1.367	-0.009	-0.012	-0.054
Si	-2.909	-5.308	1.482	0.003	0.016	-0.082
Si	-0.177	-2.708	1.245	-0.003	0.008	-0.043
Si	1.184	1.351	2.67	-0.015	0.023	-0.025
Si	3.959	4.018	2.582	0.024	0.022	0.012
Si	1.213	6.796	2.701	-0.009	0.005	0.018
Si	3.964	9.597	2.707	-0.008	0.002	0.036
Si	1.199	-4.092	2.616	0.025	0.003	0.013
Si	4.086	-1.409	2.639	0.028	-0.03	0.015
Si	6.69	1.348	2.481	0.017	-0.014	0.023
Si	9.565	4.114	2.531	-0.005	-0.007	0.009
Si	6.67	6.759	2.682	0.005	0.004	0.032
Si	9.468	9.53	2.593	0.015	0.002	0.048
Si	6.706	12.333	2.516	-0.047	-0.007	0.011
Si	9.41	-1.305	2.477	-0.016	0.016	0.014
Si	12.164	1.393	2.647	-0.02	0.033	0.019
Si	14.955	4.046	2.64	0.035	-0.008	0.034
Si	12.139	6.906	2.553	-0.038	0.026	0.019
Si	14.972	-6.758	2.436	-0.028	0.007	0.02
Si	12.266	-4.108	2.656	0.041	-0.013	0.027
Si	15.073	-1.45	2.779	0.029	-0.053	0.054
Si	17.666	1.497	2.611	-0.013	-0.001	0.039
Si	20.523	4.131	2.511	-0.018	-0.02	0.02
Si	17.698	6.819	2.543	-0.004	-0.02	0.011
Si	20.554	9.562	2.41	-0.017	-0.013	0.004
Si	17.738	12.282	2.512	-0.001	0.011	0.017
Si	20.467	-1.305	2.566	-0.012	-0.023	0.005
Si	23.135	1.437	2.541	-0.02	0.022	0.018
Si	26.045	3.977	2.595	0.039	0.007	0.016
Si	23.218	6.736	2.607	0.003	0.002	0.003
Si	25.995	-6.799	2.551	0.013	0.02	0.007
Si	23.201	-4.134	2.462	0.001	0.018	0.014
Si	25.97	-1.322	2.654	-0.014	-0.007	-0.002
Si	28.692	1.294	2.683	-0.009	0.003	0.008
Si	31.326	4.155	2.892	-0.025	0.048	0.032
Si	28.67	6.768	2.611	-0.023	-0.011	0.038
Si	31.462	9.392	2.686	0.029	0.018	0.038
Si	28.66	12.155	2.715	0.01	0.032	0.007
Si	31.49	-1.389	2.852	0.017	0.013	0.028
Si	34.099	1.248	2.943	0.03	-0.003	0.045
Si	36.902	4.054	2.798	0.016	-0.006	0.026
Si	34.091	6.803	2.778	-0.028	-0.009	0.041
Si	36.816	9.495	2.606	0.01	0.047	0.013
Si	34.186	12.069	2.724	0.012	-0.016	0.054
Si	36.782	-1.361	2.843	-0.022	0.023	0.013
Si	-25.726	1.175	2.624	0.03	-0.02	-0.01
Si	-23.018	4.011	2.723	0.037	-0.012	0.005
Si	-25.764	6.76	2.747	-0.014	0.004	-0.006
Si	-22.94	9.552	2.84	0.019	0.006	0.03
Si	-25.738	12.217	2.76	0.003	-0.009	-0.003
Si	-22.985	-1.411	2.789	0	0.017	0.004
Si	-20.459	1.284	2.802	0.003	0.011	0.015
Si	-17.675	4.011	2.872	0.016	-0.006	0.042
Si	-20.373	6.777	2.813	0.012	0.013	0.003
Si	-17.745	9.445	3.151	-0.014	0.011	0.04
Si	-20.304	12.178	3.216	0.021	-0.005	0.055
Si	-17.629	-1.269	3.035	-0.002	-0.025	0.01
Si	-15.018	1.398	2.894	-0.019	0.013	-0.003
Si	-12.391	4.207	2.848	-0.034	0.03	-0.01
Si	-14.916	6.815	2.892	0.011	-0.035	0.006
Si	-12.313	9.543	2.877	-0.002	-0.023	0.023
Si	-15.026	12.356	3.177	-0.029	0.017	0.031
Si	-12.202	-1.41	2.926	0.041	-0.037	0.026
Si	-9.657	1.399	3.14	-0.007	-0.018	0.026
Si	-6.936	4.162	2.849	-0.039	-0.051	-0.015
Si	-9.756	6.919	2.732	-0.023	0.041	-0.011
Si	-6.888	-6.795	3.006	0.026	0	0.036
Si	-9.635	12.283	2.885	-0.045	0.039	0.002
Si	-6.963	-1.377	2.952	0.03	-0.006	0.02
Si	-4.22	1.277	2.987	0.014	-0.003	0.011
Si	-1.562	4.092	2.74	0.013	0.015	0.001
Si	-4.207	6.823	2.759	-0.014	-0.026	-0.01
Si	-1.523	-6.754	2.726	0.006	0.004	-0.002
Si	-4.276	-3.993	2.858	-0.016	-0.008	0.038
Si	-1.474	-1.327	2.694	-0.018	-0.013	0.027
Si	-0.122	0.008	4.079	-0.011	-0.004	0.013
Si	2.602	2.704	3.988	0.01	-0.011	0.006
Si	-0.14	5.442	4.075	-0.001	-0.013	-0.018
Si	2.603	8.179	4.026	0.007	-0.017	0.001
Si	-0.111	-5.425	4.059	0	0.019	-0.003
Si	2.633	-2.744	3.963	0.007	0.014	-0.016
Si	5.411	0.004	3.96	0	0.003	0.001
Si	8.109	2.728	3.837	-0.013	0.011	-0.03
Si	5.303	5.389	3.984	-0.012	0.005	0.016
Si	8.097	8.157	3.951	0.007	0.007	-0.007
Si	5.376	10.973	3.961	0.003	0.003	0.022
Si	8.088	-2.664	3.894	0.016	0.008	-0.007
Si	10.769	0.013	3.916	0.003	-0.027	0.012
Si	13.577	2.716	3.982	0.002	0.001	0.014
Si	10.843	5.499	3.932	0.012	-0.019	0.018
Si	13.592	-8.089	3.853	0	0.008	-0.002
Si	10.851	-5.454	3.962	0.002	0.011	0.002
Si	13.622	-2.774	4.033	-0.008	-0.018	0.023
Si	16.394	0.045	3.993	0.005	0.02	-0.017
Si	19.115	2.802	3.904	-0.017	0.022	0
Si	16.345	5.458	3.919	-0.003	0.018	-0.009
Si	19.132	8.207	3.804	0.007	0.023	-0.005
Si	16.35	10.892	3.839	-0.012	-0.004	-0.011
Si	19.096	-2.691	3.893	-0.01	0.013	0.004
Si	21.824	0.041	3.922	-0.012	0.025	-0.006
Si	24.574	2.701	3.929	0.001	0.003	-0.017
Si	21.833	5.433	3.954	0.015	-0.012	0.028
Si	24.602	-8.174	3.896	0.006	-0.007	0.005
Si	21.856	-5.453	3.871	0.018	0.003	0.008
Si	24.553	-2.756	3.878	-0.027	-0.011	0.01
Si	27.316	-0.02	4.052	0.011	-0.003	0.012
Si	29.963	2.7	4.107	-0.016	-0.022	-0.018
Si	27.313	5.404	3.98	0.001	-0.004	-0.005
Si	30.052	8.071	4.024	-0.003	-0.011	-0.018
Si	27.267	10.839	4.03	-0.006	-0.016	0.002
Si	30.039	-2.789	4.063	0.006	-0.018	0.016
Si	32.751	-0.068	4.281	-0.011	-0.02	0.035
Si	35.515	2.685	4.152	-0.009	-0.001	0.001
Si	32.749	5.469	4.179	0.007	0.009	0.012
Si	35.479	8.178	4.074	-0.004	0.012	-0.02
Si	32.763	10.792	4.08	-0.013	-0.011	-0.005
Si	35.472	-2.829	4.126	-0.016	0.012	-0.011
Si	-27.084	-0.024	4.144	-0.011	0.019	0.008
Si	-24.418	2.625	4.047	-0.009	-0.019	-0.045
Si	-27.079	5.423	4.171	-0.017	0.016	0.011
Si	-24.385	8.14	4.107	-0.007	0.008	-0.025
Si	-27.114	10.82	4.067	-0.033	-0.005	-0.006
Si	-24.399	-2.744	4.149	0.016	-0.007	-0.026
Si	-21.752	-0.031	4.233	0.021	-0.007	0.033
Si	-19.07	2.66	4.196	-0.001	-0.019	-0.019
Si	-21.726	5.389	4.154	0.004	-0.026	0.017
Si	-19.115	8.057	4.368	-0.031	0.006	0.002
Si	-21.728	10.808	4.404	-0.01	-0.019	0.005
Si	-18.945	-2.683	4.405	-0.018	-0.003	0
Si	-16.299	0.078	4.366	0.009	0.004	0
Si	-13.685	2.79	4.242	0.018	-0.001	0.006
Si	-16.311	5.41	4.225	-0.018	0.019	-0.038
Si	-13.604	8.166	4.289	-0.004	-0.015	-0.007
Si	-16.376	10.89	4.419	0.01	0.015	-0.019
Si	-13.569	-2.66	4.407	0.028	0.017	-0.013
Si	-10.971	-0.036	4.39	0.005	-0.041	0.01
Si	-8.228	2.814	4.307	0.011	0.012	0.005
Si	-10.993	5.529	4.205	0.043	-0.013	-0.017
Si	-8.332	8.151	4.22	-0.017	0.001	-0.024
Si	-10.969	10.907	4.253	0.007	0.01	0.002
Si	-8.286	-2.735	4.305	0.009	-0.012	-0.004
Si	-5.587	-0.042	4.311	0.001	0.008	0.012
Si	-2.837	2.732	4.19	0.019	0.029	0.005
Si	-5.544	5.481	4.185	0.02	0.024	-0.004
Si	-2.838	8.183	4.111	-0.013	0.006	0.028
Si	-5.531	-5.393	4.28	-0.002	0.011	0.001
Si	-2.828	-2.657	4.133	-0.012	0.022	-0.023
Si	1.406	-1.36	16.273	-0.008	0.005	-0.004
Si	4.16	1.372	16.204	-0.001	-0.002	-0.01
Si	1.428	4.066	16.236	-0.004	-0.023	-0.017
Si	4.156	6.835	16.175	-0.006	0.011	-0.011
Si	1.403	-6.791	16.268	0.004	0	-0.015
Si	4.137	-4.06	16.217	-0.001	-0.002	0.003
Si	6.863	-1.345	16.184	-0.005	0.007	0.002
Si	9.596	1.386	16.145	-0.006	0.005	-0.008
Si	6.895	4.105	16.166	0	0	0.001
Si	9.614	6.809	16.141	0.01	0	-0.004
Si	6.908	9.539	16.157	0.005	-0.002	-0.004
Si	9.644	-4.053	16.165	0.009	0.018	-0.011
Si	12.283	-1.345	16.13	-0.008	-0.017	0.002
Si	14.958	1.37	16.104	-0.011	-0.009	-0.014
Si	12.299	4.074	16.144	0.005	-0.002	-0.006
Si	15.01	-9.5	16.116	0	0.005	-0.006
Si	12.315	-6.762	16.148	-0.002	0.008	-0.009
Si	14.995	-4.051	16.069	0.014	0.001	-0.013
Si	17.67	-1.381	16.089	0.004	-0.007	-0.009
Si	20.364	1.342	16.067	0.006	-0.009	-0.008
Si	17.7	4.096	16.091	-0.005	0.014	0.002
Si	20.411	6.786	16.138	-0.011	0.008	0.007
Si	17.69	9.476	16.064	-0.006	0.014	-0.006
Si	20.407	-4.115	16.047	0.013	-0.011	-0.021
Si	23.141	-1.387	16.1	0.004	0.007	-0.009
Si	25.813	1.323	16.138	-0.004	-0.003	-0.001
Si	23.065	4.059	16.109	0	0.005	-0.005
Si	25.808	-9.516	16.172	0.012	-0.009	-0.001
Si	23.13	-6.827	16.16	0.012	-0.001	-0.012
Si	25.788	-4.126	16.19	-0.026	0	0.001
Si	28.529	-1.386	16.22	0.008	0.018	-0.001
Si	31.237	1.334	16.266	-0.005	0.01	-0.004
Si	28.558	4.098	16.192	0.01	0.007	-0.012
Si	31.213	6.777	16.276	-0.003	0.001	-0.014
Si	28.517	9.553	16.285	0.015	0.003	0.01
Si	31.212	-4.098	16.35	-0.013	0.002	0.007
Si	33.919	-1.374	16.393	0.008	-0.001	0.004
Si	36.644	1.349	16.425	-0.015	-0.017	0.011
Si	33.953	4.093	16.359	0.003	0.018	0.005
Si	36.662	6.775	16.423	0.001	0	-0.01
Si	33.927	9.506	16.344	0.011	-0.015	-0.007
Si	36.607	-4.102	16.385	-0.006	-0.005	-0.008
Si	-25.908	-1.353	16.445	0.004	0.009	0
Si	-23.17	1.382	16.532	0.004	-0.019	-0.003
Si	-25.861	4.104	16.482	0.012	0.021	0.001
Si	-23.183	6.78	16.55	0.002	0.005	-0.001
Si	-25.927	9.49	16.474	-0.001	0.009	-0.005
Si	-23.205	-4.113	16.485	-0.015	-0.001	-0.009
Si	-20.469	-1.366	16.536	0.005	0	-0.006
Si	-17.713	1.362	16.562	-0.002	0.008	0.005
Si	-20.438	4.098	16.551	0.012	0.005	-0.009
Si	-17.734	6.77	16.589	-0.002	-0.016	-0.007
Si	-20.465	9.48	16.58	-0.004	0.002	0.006
Si	-17.74	-4.127	16.568	-0.011	0.005	-0.004
Si	-14.974	-1.363	16.51	0.001	-0.013	-0.009
Si	-12.242	1.376	16.572	-0.005	0.002	0.005
Si	-14.965	4.071	16.608	0.013	0.007	-0.012
Si	-12.269	6.757	16.616	0.003	-0.014	0.011
Si	-15.001	9.501	16.582	-0.017	0.006	0.005
Si	-12.225	-4.118	16.505	-0.01	-0.017	-0.016
Si	-9.512	-1.33	16.512	0.006	-0.017	0.004
Si	-6.72	1.394	16.457	-0.006	0.011	-0.002
Si	-9.499	4.109	16.517	0.009	-0.005	-0.005
Si	-6.784	6.802	16.518	-0.006	-0.01	-0.003
Si	-9.513	9.485	16.558	-0.002	0.003	-0.008
Si	-6.793	-4.081	16.451	-0.016	-0.018	-0.002
Si	-4.007	-1.354	16.405	0	-0.007	0
Si	-1.287	1.365	16.31	0.003	-0.003	-0.008
Si	-4.045	4.117	16.397	-0.005	-0.008	-0.006
Si	-1.304	6.806	16.335	0.001	-0.011	-0.004
Si	-4.028	9.533	16.419	0.006	-0.003	0.007
Si	-1.332	-4.069	16.374	0.005	-0.024	-0.007
Si	2.824	-0.009	17.567	0.004	0.011	-0.018
Si	5.539	2.75	17.522	0.005	-0.024	0.012
Si	2.771	5.495	17.512	-0.012	-0.003	-0.02
Si	5.555	8.179	17.503	-0.019	-0.006	0.009
Si	2.777	-5.418	17.577	-0.018	-0.015	-0.012
Si	5.505	-2.695	17.562	-0.02	0.006	0.001
Si	8.251	0.028	17.497	-0.009	0.002	0.008
Si	10.959	2.718	17.538	-0.002	-0.013	-0.015
Si	8.295	5.437	17.52	-0.004	0.002	-0.011
Si	10.966	8.183	17.492	0.008	0.005	0.005
Si	8.309	10.884	17.495	0.02	-0.021	0.005
Si	11.031	-2.73	17.561	0.02	-0.001	0.015
Si	13.585	0.052	17.496	-0.001	0.019	-0.011
Si	16.32	2.747	17.416	-0.012	0.008	0.006
Si	13.694	5.428	17.466	-0.006	-0.016	-0.013
Si	16.35	-8.142	17.5	-0.016	0.015	0.021
Si	13.713	-5.394	17.482	-0.014	0.006	-0.009
Si	16.286	-2.694	17.47	-0.003	-0.022	0.02
Si	19.04	-0.037	17.422	-0.001	0.01	0.022
Si	21.693	2.684	17.442	0.004	0.001	0.004
Si	19.072	5.403	17.491	0.028	-0.022	0.014
Si	21.767	8.146	17.51	0.028	0.03	0.022
Si	19.053	10.835	17.371	-0.003	-0.021	-0.003
Si	21.803	-2.805	17.388	-0.003	-0.019	0.005
Si	24.448	-0.022	17.503	0.011	0.007	0.027
Si	27.204	2.682	17.445	0.034	-0.001	-0.036
Si	24.395	5.438	17.453	-0.005	0.013	0.013
Si	27.126	-8.147	17.572	0.002	0.014	-0.005
Si	24.441	-5.483	17.585	0.013	-0.01	0.001
Si	27.157	-2.778	17.52	0.015	-0.004	-0.009
Si	29.864	-0.025	17.604	-0.012	-0.025	0.021
Si	32.547	2.72	17.636	-0.016	-0.014	-0.012
Si	29.856	5.438	17.646	-0.001	-0.006	0.021
Si	32.53	8.14	17.646	-0.004	0.007	-0.025
Si	29.846	10.887	17.744	-0.002	-0.002	0.024
Si	32.53	-2.731	17.748	0.018	0.003	0.009
Si	35.255	-0.009	17.782	0.008	0.001	0.008
Si	38.004	2.749	17.75	0.001	0.001	-0.014
Si	35.273	5.451	17.785	0	-0.014	0.013
Si	38.013	8.094	17.828	0.005	-0.011	0.007
Si	35.242	10.858	17.746	-0.008	0.01	0.026
Si	37.929	-2.703	17.719	-0.014	0.009	-0.01
Si	-24.557	0	17.84	0	0.01	0.005
Si	-21.808	2.765	17.905	-0.002	-0.003	-0.014
Si	-24.528	5.432	17.947	-0.017	-0.016	0.007
Si	-21.837	8.113	17.949	-0.006	-0.024	0.016
Si	-24.604	10.874	17.836	0.015	0.002	0.001
Si	-21.86	-2.752	17.845	-0.005	0.006	-0.001
Si	-19.123	0.022	17.892	0.002	-0.014	0.01
Si	-16.319	2.686	17.944	-0.003	-0.008	-0.002
Si	-19.117	5.44	17.975	-0.013	0.031	0.018
Si	-16.369	8.123	17.942	0.009	0.003	-0.017
Si	-19.114	10.836	17.957	0.005	0.008	0
Si	-16.341	-2.729	17.841	-0.001	-0.009	0.005
Si	-13.609	-0.033	17.898	0.008	-0.015	-0.008
Si	-10.876	2.796	17.89	0.003	0.02	0.01
Si	-13.633	5.411	18.04	-0.007	-0.017	0.012
Si	-10.863	8.096	17.95	0.009	0.014	-0.011
Si	-13.555	10.831	17.887	0.004	0.015	0.008
Si	-10.904	-2.713	17.843	-0.019	0.007	-0.027
Si	-8.078	0.036	17.804	0.001	0.001	-0.002
Si	-5.382	2.799	17.82	-0.012	0.007	-0.002
Si	-8.142	5.436	17.921	-0.007	-0.007	-0.002
Si	-5.355	8.167	17.804	-0.012	-0.001	0.016
Si	-8.145	-5.421	17.861	0.014	0.007	0
Si	-5.377	-2.732	17.746	-0.019	-0.015	-0.013
Si	-2.611	0.028	17.72	0.028	-0.01	0.01
Si	0.136	2.676	17.637	0.013	0.007	0.002
Si	-2.637	5.448	17.722	-0.009	0.005	0.007
Si	0.065	-8.144	17.667	-0.001	0	0
Si	-2.664	-5.433	17.789	-0.007	0.021	0
Si	0.026	-2.663	17.684	0.012	0.016	-0.008
Si	1.511	1.288	18.991	-0.038	-0.011	-0.02
Si	4.163	4.168	18.799	0.01	-0.007	-0.012
Si	1.46	6.805	18.962	0.016	-0.01	-0.023
Si	4.193	-6.789	18.854	-0.01	0.004	-0.051
Si	1.395	-4.072	18.946	0.015	-0.016	-0.042
Si	4.155	-1.336	18.961	0	-0.011	-0.019
Si	6.904	1.381	18.875	0.002	0.01	-0.025
Si	9.635	4.069	18.916	-0.042	0.016	-0.003
Si	6.965	6.84	18.832	0.011	0.015	-0.023
Si	9.671	9.556	18.9	0.01	0.007	-0.018
Si	6.942	-4.07	18.803	-0.006	-0.004	-0.018
Si	9.652	-1.311	18.829	0.005	0.028	-0.036
Si	12.296	1.4	18.967	0.028	-0.001	0
Si	15.038	4.087	18.869	-0.014	-0.015	-0.039
Si	12.379	6.829	18.788	0.003	-0.01	-0.029
Si	15.062	-6.704	18.886	0.035	-0.002	-0.021
Si	12.466	-4.07	18.953	-0.004	0.032	-0.009
Si	14.898	-1.314	18.84	0.008	-0.016	-0.006
Si	17.635	1.34	18.716	-0.012	-0.013	-0.021
Si	20.363	3.975	18.882	-0.009	0.007	0.002
Si	17.733	-9.52	18.808	-0.023	-0.009	-0.005
Si	20.427	9.594	18.806	0.019	0.035	-0.028
Si	17.667	-4.161	18.684	-0.023	-0.015	-0.026
Si	20.457	-1.45	18.677	-0.018	0.019	-0.042
Si	23	1.311	18.805	0.008	-0.028	-0.024
Si	25.782	4.024	18.672	0.003	-0.008	-0.021
Si	23.054	6.732	18.899	-0.013	-0.022	-0.013
Si	25.752	-6.862	18.987	-0.013	0.015	-0.024
Si	23.06	-4.099	18.9	-0.002	-0.011	-0.012
Si	25.851	-1.379	18.83	0.001	-0.023	-0.028
Si	28.529	1.399	18.895	-0.032	0.056	-0.029
Si	31.175	4.029	19.016	0.015	-0.021	-0.024
Si	28.488	-9.457	18.945	0.026	0.018	-0.01
Si	31.218	9.454	19.07	0.001	-0.003	-0.021
Si	28.403	-4.053	19.051	0.015	-0.015	-0.025
Si	31.117	-1.366	19.078	0.021	-0.003	-0.024
Si	33.868	1.423	19.055	-0.007	0.014	-0.015
Si	36.684	4.111	19.134	0.013	-0.005	-0.017
Si	33.806	6.805	19.07	-0.011	-0.019	-0.012
Si	36.567	9.443	19.086	0	-0.012	-0.018
Si	33.857	-4.125	19.122	-0.02	0.013	-0.004
Si	36.601	-1.398	19.149	0.026	-0.015	-0.015
Si	39.347	1.423	19.123	0.003	-0.003	-0.039
Si	-23.108	4.12	19.339	0.022	0.025	0
Si	39.356	6.785	19.303	-0.004	0.009	-0.017
Si	-23.268	9.501	19.213	-0.006	-0.012	-0.027
Si	39.226	-4.058	19.089	0.005	0.004	-0.034
Si	-23.232	-1.411	19.201	-0.013	-0.01	-0.031
Si	-20.495	1.389	19.274	0.022	-0.008	-0.011
Si	-17.703	4.056	19.266	0.003	0.003	-0.018
Si	-20.498	6.772	19.409	-0.002	-0.019	-0.037
Si	-17.757	9.433	19.311	-0.022	-0.026	-0.008
Si	-20.532	-4.089	19.247	-0.003	-0.007	-0.004
Si	-17.74	-1.378	19.169	0.009	-0.014	-0.032
Si	-14.959	1.28	19.295	-0.019	0.033	0.008
Si	-12.235	4.041	19.409	0.031	-0.001	-0.025
Si	-15.035	6.806	19.381	0.013	-0.005	-0.024
Si	-12.247	9.425	19.303	-0.024	0.006	-0.026
Si	-14.895	-4.045	19.153	0.008	0.056	-0.019
Si	-12.25	-1.39	19.261	-0.007	-0.051	0.007
Si	-9.408	1.466	19.122	0.025	0.02	-0.021
Si	-6.731	4.123	19.282	0.007	-0.019	-0.027
Si	-9.536	6.714	19.354	-0.025	-0.03	0.003
Si	-6.71	9.543	19.157	0.029	0.008	-0.034
Si	-9.557	-4.049	19.197	0.024	-0.021	-0.002
Si	-6.688	-1.359	19.106	-0.024	0.03	-0.011
Si	-3.913	1.45	19.055	0.008	0.021	-0.021
Si	-1.188	4.067	18.968	-0.016	0.006	-0.041
Si	-3.973	6.785	19.148	0.027	0.01	-0.032
Si	-1.289	-6.845	19.098	-0.025	0.006	0.003
Si	-4.033	-4.053	19.151	0.004	-0.014	-0.011
Si	-1.266	-1.294	19.144	0.013	0.01	-0.017
Si	0.238	-0.03	20.529	0.038	-0.04	0.017
Si	2.876	2.785	20.16	-0.025	-0.009	0.042
Si	0.135	5.443	20.334	-0.012	-0.01	0.086
Si	2.876	8.142	20.247	0.022	0.012	0.051
Si	0.054	-5.421	20.367	-0.007	0.01	0.05
Si	2.775	-2.718	20.284	-0.009	0.028	0.07
Si	5.554	0.026	20.271	0.002	0.001	0.061
Si	8.261	2.722	20.287	0.002	-0.02	0.062
Si	5.558	5.501	20.12	-0.011	0.002	0.04
Si	8.273	8.213	20.24	-0.018	-0.009	0.032
Si	5.609	-5.416	20.143	-0.024	-0.016	0.041
Si	8.314	-2.729	20.112	0.009	0.004	0.059
Si	10.937	0.021	20.319	-0.019	-0.011	0.085
Si	13.667	2.784	20.32	0.015	0.01	0.086
Si	11.041	5.479	20.166	0.014	-0.005	0.054
Si	13.769	8.165	20.162	0.009	-0.008	0.054
Si	11.172	10.797	20.269	-0.015	-0.038	0.039
Si	13.732	-2.627	20.402	-0.055	-0.016	0.056
Si	16.224	0.105	20.112	-0.036	0.056	0.031
Si	18.978	2.553	20.167	0.016	0.033	0.071
Si	16.495	5.396	20.207	-0.012	-0.015	0.032
Si	19.106	-8.151	20.099	0.006	0.013	0.05
Si	16.452	-5.38	20.28	-0.02	0.003	0.071
Si	19.017	-2.767	19.915	0.029	-0.014	0.074
Si	21.698	-0.154	20.148	0.034	0.022	0.034
Si	24.442	2.692	20.015	0.008	-0.006	0.027
Si	21.716	5.292	20.269	-0.009	0.02	0.047
Si	24.336	8.127	20.327	0.012	0.052	0.056
Si	21.615	11.017	20.333	-0.004	-0.001	0.066
Si	24.462	-2.706	20.156	-0.032	-0.014	0.061
Si	27.187	0.016	20.176	0.018	-0.011	0.055
Si	29.784	2.718	20.403	-0.026	-0.012	0.038
Si	27.011	5.43	20.034	-0.002	0.002	0.008
Si	29.853	-8.197	20.454	-0.009	-0.02	0.047
Si	27.099	-5.537	20.388	0.015	-0.006	0.074
Si	29.666	-2.631	20.485	-0.009	0.038	0.016
Si	32.426	0.113	20.377	-0.043	0.017	0.063
Si	35.262	2.776	20.413	0.007	-0.004	0.03
Si	32.495	5.369	20.412	0.021	0.024	0.061
Si	35.13	8.159	20.448	0.012	0.016	0.039
Si	32.507	10.809	20.504	0.005	-0.001	0.039
Si	35.199	-2.778	20.509	0.03	-0.019	0.038
Si	37.946	0.083	20.426	-0.001	-0.006	0.035
Si	40.762	2.692	20.527	-0.007	-0.044	0.053
Si	37.976	5.416	20.648	0.021	-0.002	0.038
Si	40.69	8.181	20.679	0.015	0.017	0.031
Si	37.892	10.838	20.401	0.014	-0.004	0.024
Si	40.509	-2.685	20.485	-0.021	0.04	0.044
Si	-21.882	-0.036	20.568	-0.001	-0.001	0.053
Si	-19.042	2.703	20.626	-0.014	-0.022	0.034
Si	-21.825	5.418	20.913	0.015	0.028	0.02
Si	-19.147	8.157	20.793	-0.007	0.001	0.028
Si	-21.96	10.897	20.573	-0.001	-0.001	0.045
Si	-19.124	-2.714	20.524	-0.003	0.012	0.051
Si	-16.387	-0.068	20.588	-0.011	0.009	0.059
Si	-13.565	2.517	20.726	0.016	0.023	0.024
Si	-16.439	5.421	20.707	-0.014	0.014	0.029
Si	-13.611	8.11	20.778	0.006	-0.012	0.042
Si	-16.234	10.835	20.392	0.039	-0.025	0.036
Si	-13.651	-2.698	20.692	-0.02	-0.007	0.068
Si	-10.735	0.022	20.36	0.002	0.005	0.023
Si	-8.135	2.792	20.647	-0.029	0.033	0.037
Si	-10.92	5.44	20.888	-0.03	0.023	0.041
Si	-8.071	8.143	20.487	0.011	0.022	0.079
Si	-10.926	-5.434	20.575	-0.004	0.018	0.054
Si	-8.09	-2.7	20.468	-0.004	0.021	-0.008
Si	-5.301	0.114	20.337	-0.023	-0.001	0.03
Si	-2.428	2.694	20.4	0.027	-0.033	0.042
Si	-5.29	5.454	20.602	0.01	-0.011	0.061
Si	-2.593	-8.2	20.543	0.002	-0.016	0.062
Si	-5.332	-5.425	20.569	-0.015	-0.017	0.035
Si	-2.723	-2.618	20.477	0.004	0.017	0.052
Si	1.212	-1.824	21.816	0.293	0.439	-0.606
Si	4.452	1.727	21.48	-0.038	-0.214	-0.699
Si	1.385	3.9	21.562	0.1	0.162	-0.743
Si	4.53	7.061	21.518	-0.243	-0.089	-0.738
Si	1.808	-6.516	21.468	-0.315	-0.256	-0.68
Si	4.064	-4.259	21.424	0.19	0.277	-0.692
Si	7.158	-1.217	21.461	-0.214	-0.084	-0.722
Si	9.297	1.079	21.643	0.22	0.262	-0.77
Si	6.639	3.946	21.457	0.211	0.062	-0.72
Si	9.852	6.999	21.446	-0.194	-0.133	-0.763
Si	6.665	-6.96	21.527	0.252	0.091	-0.745
Si	9.891	-3.936	21.348	-0.11	-0.07	-0.783
Si	11.965	-1.596	21.684	0.378	0.192	-0.739
Si	15.208	1.606	21.643	-0.18	-0.167	-0.686
Si	12.691	4.545	21.552	-0.299	-0.362	-0.744
Si	15.056	6.706	21.466	0.271	0.224	-0.7
Si	12.215	9.083	21.645	0.16	0.383	-0.641
Si	15.569	-3.593	21.578	-0.106	-0.04	-0.693
Si	17.671	-1.356	21.114	-0.085	0.017	-0.519
Si	19.947	0.776	21.354	0.066	0.088	-0.711
Si	17.516	3.739	21.544	0.161	0.094	-0.775
Si	20.504	-9.436	21.476	-0.157	-0.227	-0.75
Si	18.108	-6.572	21.498	-0.261	0.029	-0.775
Si	19.95	-4.041	21.635	0.373	0.065	-0.66
Si	23.355	-1.15	21.493	-0.217	-0.185	-0.648
Si	25.539	1.136	21.342	0.16	0.109	-0.756
Si	23.409	4.159	21.468	-0.261	-0.019	-0.661
Si	25.522	6.461	21.481	0.061	0.256	-0.672
Si	22.601	9.237	21.506	0.301	0.154	-0.804
Si	25.783	-4.004	21.555	-0.091	-0.174	-0.725
Si	28.679	-0.83	21.79	-0.129	-0.364	-0.694
Si	31.005	1.308	21.873	0.212	0.188	-0.646
Si	28.418	4.309	21.463	-0.053	-0.346	-0.688
Si	30.819	-9.969	21.715	0.238	0.378	-0.698
Si	28.712	-6.627	21.78	-0.203	-0.134	-0.668
Si	30.825	-4.305	21.62	0.034	-0.008	-0.616
Si	33.99	-1.067	21.586	-0.244	-0.337	-0.708
Si	36.301	1.141	21.711	0.389	0.384	-0.66
Si	34.136	4.321	21.738	-0.206	-0.16	-0.801
Si	36.258	6.616	21.767	0.258	0.037	-0.692
Si	34.09	9.697	21.94	-0.253	-0.155	-0.686
Si	36.356	-4.421	21.788	-0.009	0.239	-0.683
Si	39.374	-1.076	21.828	-0.059	-0.184	-0.65
Si	41.738	1.012	21.879	0.122	0.069	-0.725
Si	39.425	3.997	21.914	-0.063	0.246	-0.743
Si	42.312	7.186	22.121	-0.191	-0.312	-0.77
Si	39.397	9.792	21.851	-0.051	-0.289	-0.673
Si	41.592	-4.302	21.728	0.128	0.022	-0.731
Si	-20.202	-1.075	21.838	-0.055	-0.162	-0.709
Si	-17.905	1.093	21.927	0.142	0.203	-0.722
Si	-20.161	4.115	22.115	-0.254	0.005	-0.595
Si	-18.061	6.497	22.141	0.127	0.083	-0.688
Si	-20.774	9.45	21.993	0.219	0.072	-0.734
Si	-17.472	-3.978	21.577	-0.175	0.062	-0.735
Si	-15.404	-1.666	21.987	0.389	0.187	-0.683
Si	-11.842	1.315	21.931	-0.306	-0.097	-0.624
Si	-14.835	4.137	21.849	-0.189	-0.229	-0.767
Si	-12.665	6.459	22.266	0.467	0.404	-0.637
Si	-14.795	9.775	21.92	-0.061	-0.153	-0.662
Si	-12.537	-4.352	21.937	0.096	0.13	-0.651
Si	-9.136	-1.019	21.698	-0.111	-0.18	-0.708
Si	-6.863	1.155	21.714	0.065	0.261	-0.652
Si	-9.804	3.748	22.09	0.244	0.219	-0.687
Si	-6.457	7.12	21.846	-0.072	-0.206	-0.71
Si	-9.253	9.731	21.717	-0.239	-0.212	-0.744
Si	-7.042	-4.322	21.761	0.409	0.249	-0.722
Si	-4.051	-1.151	21.82	0.245	-0.025	-0.66
Si	-0.783	1.642	21.8	-0.275	-0.2	-0.719
Si	-3.566	4.227	21.704	-0.233	-0.027	-0.653
Si	-1.406	6.478	21.786	0.114	0.204	-0.732
Si	-4.17	-7.035	21.863	0.157	0.178	-0.772
Si	-1.219	-3.91	21.687	-0.15	-0.26	-0.651
Si	3.957	0.379	24.145	0.133	0.042	0.044
Si	4.74	4.672	-6.908	-0.011	-0.081	0.003
Si	-0.242	-6.881	25.82	-0.054	0.101	0.006
Si	4.326	-6.008	25.972	-0.154	0.035	-0.103
Si	2.035	-5.979	24.198	-0.009	-0.004	-0.083
Si	2.982	-3.392	-5.94	-0.082	0.08	-0.065
Si	7.787	2.242	-4.616	-0.021	0.015	-0.012
Si	13.007	5.13	24.337	0.085	0.18	-0.131
Si	12.675	-7.977	24.543	-0.041	-0.066	-0.227
Si	15.015	-4.004	-3.188	0.203	0.089	0.126
Si	6.517	-4.036	25.612	-0.004	0.043	-0.084
Si	14.63	0.851	24.656	0.017	0.047	-0.165
Si	12.67	-1.487	24.665	-0.155	0.07	-0.043
Si	17.391	1.578	25.251	-0.098	0.029	0.042
Si	9.102	2.392	24.385	-0.107	-0.036	-0.044
Si	18.554	6.988	-7.017	0.012	0.084	-0.041
Si	12.476	7.24	-4.181	-0.052	-0.038	0.03
Si	20.443	0.899	-3.157	-0.067	-0.021	-0.032
Si	14.747	-3.861	24.496	0.077	-0.015	-0.039
Si	21.964	5.294	-5.326	0.056	0.076	0.059
Si	19.356	5.063	23.757	0.007	0.095	-0.141
Si	19.896	-2.248	24.376	-0.034	-0.163	-0.204
Si	15.639	1.002	-3.953	-0.109	0.01	0.115
Si	23.754	-1.98	24.347	0.107	0.003	-0.077
Si	23.942	0.505	25.943	-0.009	0.056	0.056
Si	26.698	-8.026	23.545	0.097	-0.037	-0.027
Si	21.035	6.964	-3.171	-0.07	0.049	0.058
Si	22.038	-4.019	25.722	0.063	0.058	-0.133
Si	22.755	-6.592	24.573	-0.048	-0.12	-0.007
Si	26.659	2.944	23.651	-0.056	0.116	-0.123
Si	32.103	-3.886	24.251	0.119	0.002	-0.078
Si	-31.015	-1.924	24.337	0.015	-0.031	-0.082
Si	23.589	5.597	-3.011	0.014	-0.13	0.143
Si	25.272	-5.647	23.869	-0.064	0.127	-0.074
Si	23.172	7.925	-6.54	0.045	-0.052	0.024
Si	-31.778	0.513	25.906	0.118	-0.034	-0.091
Si	-26.942	-1.435	-6.422	0.004	0.155	0.001
Si	-30.475	0.754	-4.304	-0.02	-0.097	0.145
Si	-32.416	2.643	24.124	-0.168	0.036	-0.116
Si	-27.418	8.086	23.946	0.057	0.111	-0.054
Si	31.537	6.653	24.812	-0.053	-0.129	0.052
Si	-26.9	1.489	-6.577	0.023	0.031	0.006
Si	-21.739	2.238	24.185	0.184	-0.09	-0.088
Si	-21.466	4.289	-6.62	0.019	-0.004	-0.009
Si	-28.297	4.119	-6.976	-0.059	-0.067	0.01
Si	-24.968	6.061	24.102	0.108	0.033	-0.114
Si	-22.044	-5.803	-6.944	-0.077	0.1	-0.036
Si	-20.336	0.329	-6.733	-0.052	0.026	-0.07
Si	-16.151	2.476	24.173	-0.018	-0.154	-0.04
Si	-18.979	4.451	-5.207	-0.002	0.028	0
Si	-13.43	3.033	-1.93	0.027	-0.027	0.156
Si	-19.122	-5.043	23.899	-0.165	0.024	-0.15
Si	-23.036	-3.847	24.582	-0.003	-0.002	-0.092
Si	-14.478	1.214	-6.739	-0.063	0.062	-0.069
Si	-8.671	1.485	-7.029	-0.001	0.021	-0.054
Si	-5.364	2.918	23.72	0.028	-0.076	-0.01
Si	-16.23	8.041	24.192	-0.003	0.091	-0.079
Si	-6.62	-6.711	26.061	-0.072	-0.003	0.077
Si	-10.599	-5.057	-6.574	0.019	-0.071	-0.163
Si	-15.759	-3.261	-6.101	0.059	-0.055	0.046
Si	-4.728	-4.327	25.79	0.017	-0.035	0.02
Si	-7.211	7.016	-4.897	0.004	0.01	0.085
Si	-12.618	2.418	-4.649	-0.023	-0.044	0.054
Si	-12.017	-7.746	-5.711	0.014	-0.038	-0.016
Si	-15.278	-7.056	-2.212	-0.051	-0.033	0.047
Si	-6.523	-0.619	25.895	-0.07	-0.002	0.038
Si	-2.25	0.242	24.119	0.016	-0.046	-0.096
Si	2.86	5.689	23.715	0.005	0.006	-0.097
Si	-4.075	4.6	-3.446	0.14	-0.012	-0.008
Si	2.392	0.444	-6.705	-0.015	-0.122	0.004
Si	1.484	-2.989	24.492	0.018	0.011	-0.057
Si	-2.405	5.981	-5.394	0.048	-0.012	0.13
Si	1.836	0.293	-2.258	0.06	0.045	0.144
Si	8.417	5.23	23.625	-0.032	-0.111	-0.206
Si	0.278	5.395	-6.325	0.124	0.062	-0.022
Si	4.713	6.408	-4.635	-0.013	0.102	-0.062
Si	0.796	-5.181	-4.755	0.06	-0.041	-0.099
Si	-2.509	-5.539	24.098	-0.081	0.03	-0.122
Si	5.608	-7.043	-4.664	-0.119	0.051	-0.033
Si	8.427	-2.521	-5.186	0.111	0.098	0.023
Si	10.745	-0.138	-2.104	0.001	0.089	0.008
Si	11.164	-2.866	-6.627	-0.029	-0.139	-0.033
Si	10.516	5.679	-2.258	0.084	-0.101	0.051
Si	2.362	3.206	-5.419	0.147	0.152	-0.031
Si	6.218	2.053	25.565	0.021	0.03	-0.001
Si	15.218	3.596	25.462	0.065	-0.009	-0.107
Si	8.277	-5.393	23.66	-0.136	0.013	-0.085
Si	16.65	-5.994	-4.706	-0.043	0.073	-0.084
Si	6.818	-0.443	-3.502	0.055	-0.1	0.1
Si	11.887	5.242	-6.259	-0.107	0.011	0.033
Si	20.122	0.875	24.184	-0.042	-0.006	0.034
Si	17.397	-2.918	25.979	0.095	0.021	0.147
Si	27.095	0.601	-5.679	0.035	0.073	0.08
Si	25.288	-3.92	-2.667	0.155	-0.028	-0.005
Si	16.855	-7.628	-2.437	0.024	-0.106	0.004
Si	23.342	1.075	-4.333	0	0.034	0.138
Si	23.498	-1.664	-3.019	0.02	0.021	0.089
Si	18.182	2.275	-4.984	0.065	-0.045	0.18
Si	16.687	5.724	-2.21	-0.013	-0.025	0.051
Si	21.27	3.326	25.402	-0.019	0.036	-0.078
Si	21.851	-3.882	-4.42	0.047	0.003	-0.079
Si	28.669	2.86	-6.869	-0.071	0.095	0.073
Si	23.851	3.037	24.24	0.086	0.079	-0.084
Si	31.038	3.493	-4.186	-0.038	0.047	0.127
Si	26.611	6.106	-2.771	-0.04	-0.028	0.151
Si	-31.38	5.094	-7.031	-0.01	-0.126	-0.024
Si	27.493	-4.29	25.595	-0.104	-0.068	-0.052
Si	-26.747	-0.338	-2.54	-0.056	0.071	0.066
Si	-32.544	0.068	-2.03	0.062	-0.129	0.131
Si	29.252	-6.107	-3.201	-0.049	-0.016	0.185
Si	-23.776	-3.576	-6.052	0.083	-0.14	-0.051
Si	-32.237	-5.566	-5.737	0.009	-0.077	-0.052
Si	26.32	-7.78	-6.456	-0.147	0.024	-0.103
Si	-27.514	2.384	23.936	-0.003	0.018	0.013
Si	-30.773	6.326	-4.239	-0.143	0.118	-0.118
Si	-21.557	5.63	-2.133	0.069	-0.084	0.204
Si	-27.728	6.144	-4.832	-0.044	0.078	-0.002
Si	-21.682	-1.804	-4.846	0.23	-0.109	0.049
Si	-28.848	-1.849	-4.073	0.039	0.063	-0.033
Si	-25	-0.027	-4.874	-0.048	0.081	-0.043
Si	-21.521	-2.482	-1.969	-0.137	0.025	0.03
Si	-13.668	6.742	25.142	0.083	-0.001	-0.112
Si	-23.677	5.963	-6.028	-0.002	0.046	-0.042
Si	-20.514	-2.299	24.616	0.021	-0.005	-0.013
Si	-15.079	-1.849	24.986	-0.059	0.168	-0.165
Si	-17.427	-2.391	-3.721	0.009	0.079	0.041
Si	-16.193	3.44	-6.185	0.101	-0.059	-0.071
Si	-10.867	-0.555	24.079	-0.084	0.044	-0.093
Si	-19.657	-6.609	-5.46	0.04	-0.004	-0.036
Si	-24.128	-7.534	-5.7	0.04	0.221	0.11
Si	-18.194	-7.601	-1.848	-0.05	0.057	0.271
Si	-12.248	-3.113	24.735	0.126	0.014	-0.145
Si	-13.403	-2.546	-4.122	0.015	-0.01	-0.102
Si	-6.654	5.506	24.306	0.01	0.064	-0.021
Si	-13.487	7.376	-3.356	0.093	-0.146	0.152
Si	-3.863	-6.769	-2.759	0.008	0.011	0.086
Si	-9.351	-7.193	24.718	0.067	-0.007	0.032
Si	-8.687	-4.812	-2.081	0.036	-0.043	0.137
Si	-4.32	1.406	25.933	0.029	-0.005	0.084
Si	-2.507	6.872	-2.714	0.037	-0.009	0.155
Si	-4.717	7.275	-6.695	-0.105	-0.045	0.006
Si	-6.004	-2.536	23.831	-0.006	0.034	0.005
Si	-10.951	4.812	-1.754	-0.002	-0.09	0.04
Si	-1.818	-1.816	-4.551	0.053	0.067	-0.005
Si	-1.011	0.642	-2.831	-0.024	0.052	0.064
Si	3.804	-0.94	-4.434	-0.009	0.029	0.083
Si	4.915	5.144	-1.917	-0.039	0.06	0.124
Si	2.047	-6.945	-2.694	-0.071	0.141	0.058
Si	1.749	6.599	-4.112	0.052	-0.025	0.019
Si	-0.602	-1.726	25.951	-0.042	0.059	-0.038
Si	5.276	-2.371	23.586	0.005	-0.034	-0.115
Si	10.74	-6.701	-4.618	-0.035	0.008	0.045
Si	8.359	5.058	-4.193	-0.078	0.182	0.052
Si	8.339	8.055	-4.516	-0.021	-0.263	0.161
Si	0.255	6.783	24.462	-0.074	-0.009	-0.072
Si	4.796	-5.848	-2.155	0.009	0.099	0.118
Si	12.634	1.051	-4.176	0.072	-0.019	0.082
Si	19.214	-1.78	-2.396	0.123	0.044	0.174
Si	10.297	-6.146	25.618	0.185	0.154	-0.007
Si	16.971	5.016	-5.175	0.017	-0.053	-0.021
Si	9.587	-2.795	-2.523	0.017	-0.057	0.022
Si	10.671	2.482	-5.834	-0.162	0.034	-0.043
Si	13.948	2.346	-2.027	0.026	0.067	-0.026
Si	16.652	-8.059	23.746	0.052	-0.161	-0.071
Si	14.967	-6.534	25.545	-0.027	0.001	0.093
Si	9.131	6.32	-6.733	0.013	-0.043	0.061
Si	11.951	-3.958	-3.794	-0.164	0.02	-0.197
Si	13.836	-7.833	-1.93	-0.172	0.072	-0.031
Si	19.197	-4.665	-5.372	-0.004	-0.033	0.055
Si	26.94	-5.015	-4.961	0.076	-0.048	0.028
Si	26.875	-2.156	23.659	-0.108	0.059	-0.082
Si	20.572	-7.495	-5.34	-0.053	-0.098	0.055
Si	22.607	-5.442	-2.139	-0.057	-0.023	-0.079
Si	16.908	-1.799	-4.273	-0.036	0.088	-0.027
Si	30.032	-1.457	-2.536	0.073	-0.075	0.201
Si	31.604	-4.232	-2.504	0.028	0.045	0.016
Si	26	1.335	-3.003	-0.069	0.016	-0.029
Si	28.44	7.579	-4.504	-0.057	0.07	0.011
Si	30.641	-3.792	-6.689	0.059	0.029	-0.007
Si	29.446	-1.192	-5.373	-0.024	-0.013	-0.163
Si	-32.625	5.078	-2.047	-0.119	0.051	0.042
Si	32.604	-6.9	24.645	0.182	-0.044	-0.194
Si	28.174	3.663	-2.918	0.141	-0.044	0.115
Si	31.166	1.25	-6.098	-0.098	0.089	0.11
Si	-31.232	-7.005	-3.37	0.008	-0.077	0.151
Si	-30.772	-4.274	-3.834	-0.029	0.021	0.055
Si	-27.932	-2.499	23.871	0.022	0.016	-0.182
Si	-27.233	4.974	-2.15	-0.008	-0.003	0.076
Si	30.08	5.482	-6.145	-0.058	0.05	-0.193
Si	-23.087	3.886	-4.3	-0.045	-0.071	0.011
Si	-26.358	-4.536	-1.642	0.069	0.14	0.25
Si	-28.293	2.027	-2.571	-0.002	0.097	0.152
Si	-17.67	0.323	-2.734	-0.008	-0.091	0.081
Si	-13.532	5.075	-5.592	-0.052	0.118	-0.045
Si	-19.833	1.907	-4.172	-0.156	-0.094	-0.037
Si	-25.764	-5.34	-4.647	0.027	-0.164	0.073
Si	-26.955	-7.461	-6.261	-0.036	-0.008	-0.032
Si	-22.804	1.248	-3.226	-0.038	-0.008	0.154
Si	-10.815	-3.939	-3.963	-0.085	0.073	0.099
Si	-8.023	0.017	-2.029	-0.041	0.025	0.161
Si	-9.6	1.803	-4.131	0.049	-0.003	0.053
Si	-17.051	-6.024	-6.847	0.132	0.108	-0.063
Si	-19.637	7.233	-4.002	-0.142	-0.142	0.05
Si	-19.891	-3.995	-3.861	-0.064	0.121	-0.139
Si	-4.593	-2.039	-5.17	-0.048	0.023	-0.132
Si	-5.289	-0.788	-2.757	0.018	0.084	0.155
Si	-8.636	4.665	-3.373	-0.021	0.047	0.163
Si	-6.252	5.127	-1.767	-0.005	-0.027	0.105
Si	-15.201	-0.951	-2.651	0.059	-0.008	0.019
Si	-6.757	-6.542	-3.969	0.002	-0.024	0.028
Si	-9.135	4.263	25.183	-0.072	-0.101	-0.129
Si	2.265	3.995	-2.506	-0.003	0.074	-0.033
Si	-13.097	-4.912	-2.504	0.036	-0.091	0.157
Si	-3.598	1.683	-3.998	0.019	-0.13	0.066
Si	-9.628	7.084	-6.716	0.053	-0.096	0.025
Si	-1.698	-4.513	-3.028	-0.123	0.01	0.094
Si	1.296	-1.366	5.366	0.007	-0.011	-0.002
Si	4.007	1.347	5.318	0	0.001	-0.004
Si	1.274	4.082	5.387	0.003	-0.003	-0.004
Si	3.987	6.8	5.347	0.002	0.006	0.011
Si	1.261	9.531	5.409	0.01	-0.007	0.005
Si	3.993	12.257	5.36	0.01	0.004	0.002
Si	6.759	-1.343	5.323	0.002	-0.002	-0.006
Si	9.435	1.383	5.271	-0.005	0.002	-0.007
Si	6.746	4.052	5.272	0.013	0.013	0.008
Si	9.461	6.806	5.309	0.004	0.02	0.007
Si	6.747	9.562	5.284	0	0.003	0.007
Si	9.473	-4.043	5.252	-0.004	0.015	0
Si	12.198	-1.345	5.26	0.001	0.018	-0.011
Si	14.961	1.36	5.312	0	0.009	0.011
Si	12.224	4.132	5.28	-0.016	-0.006	0.004
Si	14.951	6.84	5.219	0.007	0.021	-0.004
Si	12.235	-6.801	5.29	-0.001	-0.012	0
Si	15.007	12.185	5.309	-0.003	-0.013	0.012
Si	17.758	-1.344	5.295	0.002	-0.007	0.004
Si	20.441	1.387	5.263	-0.014	-0.007	0.009
Si	17.735	4.13	5.272	0.004	-0.027	0.018
Si	20.449	6.837	5.232	-0.019	0.003	-0.003
Si	17.737	9.533	5.186	-0.012	-0.012	0.012
Si	20.468	-4.084	5.218	-0.025	0.005	-0.004
Si	23.193	-1.368	5.242	0.021	-0.013	-0.008
Si	25.903	1.347	5.338	0.003	0.023	0.002
Si	23.21	4.069	5.289	-0.005	-0.006	0.003
Si	25.922	6.777	5.296	-0.006	0	0.004
Si	23.214	-6.808	5.244	0.007	-0.005	-0.004
Si	25.888	12.231	5.316	-0.012	0.018	0.008
Si	28.66	-1.405	5.393	0.007	-0.007	0.002
Si	31.339	1.351	5.486	-0.006	0.027	0.007
Si	28.616	4.072	5.425	0.012	0.015	0.002
Si	31.366	6.796	5.496	-0.009	-0.002	0.005
Si	28.663	9.466	5.345	0.016	0.004	0.003
Si	31.391	12.172	5.42	0	0.021	0.009
Si	34.124	-1.471	5.528	0.011	-0.022	0.011
Si	-28.429	1.333	5.52	-0.01	-0.002	0.013
Si	34.111	4.053	5.474	0	-0.015	0.01
Si	-28.48	6.791	5.471	-0.019	0.008	0.002
Si	34.121	9.489	5.477	-0.002	-0.002	-0.005
Si	-28.431	12.182	5.49	0.001	-0.01	-0.001
Si	-25.754	-1.391	5.523	0.01	0.014	-0.007
Si	-23.106	1.347	5.547	-0.013	0.008	0.006
Si	-25.736	4.012	5.479	-0.004	-0.035	-0.018
Si	-23.083	6.758	5.521	0.022	0.016	-0.013
Si	-25.776	9.476	5.478	0.01	0.004	-0.009
Si	-23.12	12.229	5.619	-0.003	0.011	-0.004
Si	-20.396	-1.345	5.655	0.011	0.01	0.013
Si	-17.724	1.387	5.666	-0.009	0.018	0.004
Si	-20.385	4.055	5.566	-0.002	-0.003	0.001
Si	-17.674	6.733	5.641	0.018	-0.012	0.01
Si	-20.405	9.445	5.74	0.004	0.001	0.028
Si	-17.677	12.25	5.787	-0.007	-0.003	0.017
Si	-14.953	-1.299	5.72	-0.014	-0.012	0.01
Si	-12.345	1.395	5.64	-0.005	0.026	-0.012
Si	-15.012	4.088	5.665	-0.002	0.014	-0.01
Si	-12.288	6.821	5.669	-0.001	0	-0.004
Si	-14.966	9.512	5.679	0	-0.009	-0.009
Si	-12.269	12.229	5.708	0.015	0.002	0.011
Si	-9.586	-1.369	5.708	-0.007	-0.008	0.018
Si	-6.892	1.396	5.633	-0.023	-0.002	0.005
Si	-9.628	4.162	5.603	0.009	0.011	0.005
Si	-6.92	6.813	5.561	-0.022	-0.012	0
Si	-9.611	9.541	5.618	0.01	0.013	-0.006
Si	-6.903	-4.076	5.645	0.021	0.011	0.009
Si	-4.156	-1.364	5.592	0.002	-0.028	0.015
Si	-1.437	1.37	5.492	-0.01	0.005	0.004
Si	-4.186	4.105	5.54	0.001	-0.011	0.012
Si	-1.464	6.815	5.458	0.001	0.001	0.002
Si	-4.15	-6.792	5.546	0	-0.008	0.007
Si	-1.453	-4.061	5.444	-0.002	-0.016	0.005
Si	2.665	0.001	6.717	0.011	-0.001	0.003
Si	5.387	2.714	6.665	0.004	-0.01	-0.011
Si	2.644	5.45	6.735	-0.002	0.008	-0.001
Si	5.39	8.182	6.659	-0.004	-0.002	-0.008
Si	2.658	10.887	6.739	-0.004	-0.004	-0.004
Si	5.382	-2.695	6.686	-0.004	0.007	0.003
Si	8.119	0.02	6.669	-0.009	-0.009	0.006
Si	10.839	2.746	6.605	0.003	0.015	-0.007
Si	8.099	5.432	6.644	0.009	-0.01	0.003
Si	10.861	-8.16	6.639	0.01	-0.003	0.002
Si	8.124	-5.408	6.638	0.01	-0.007	-0.011
Si	10.846	-2.704	6.627	-0.003	-0.011	-0.005
Si	13.574	0.002	6.63	0.004	-0.003	0.006
Si	16.355	2.746	6.611	0.008	-0.001	-0.002
Si	13.606	5.484	6.613	-0.001	-0.006	-0.002
Si	16.354	8.182	6.563	0.005	0.004	-0.006
Si	13.611	10.859	6.65	0.014	-0.002	0.007
Si	16.361	-2.718	6.617	-0.006	-0.001	-0.007
Si	19.107	0.016	6.641	-0.012	0.001	0.006
Si	21.823	2.716	6.629	0.001	-0.001	0.001
Si	19.092	5.485	6.617	-0.01	0.021	-0.001
Si	21.827	-8.152	6.599	-0.002	-0.006	0.002
Si	19.083	-5.431	6.574	0	-0.001	-0.001
Si	21.816	-2.724	6.598	0	0.008	0
Si	24.537	-0.033	6.656	0	-0.013	0.001
Si	27.233	2.706	6.734	-0.009	0.009	0.001
Si	24.547	5.434	6.659	0.002	0.002	0.004
Si	27.28	8.118	6.688	-0.003	-0.019	-0.01
Si	24.533	10.861	6.654	0.004	0.007	-0.002
Si	27.255	-2.753	6.702	0.001	-0.007	0.003
Si	29.978	-0.036	6.792	-0.011	-0.006	-0.007
Si	32.723	2.704	6.822	-0.001	0.007	0.005
Si	29.993	5.407	6.796	0.001	-0.007	0.004
Si	32.734	8.151	6.833	-0.008	0.002	0.002
Si	29.995	10.825	6.744	0.012	0.006	-0.001
Si	32.716	-2.798	6.836	-0.004	-0.012	-0.005
Si	-29.811	-0.052	6.848	0.006	-0.007	-0.007
Si	-27.104	2.7	6.886	-0.008	0.001	0.005
Si	-29.837	5.428	6.84	-0.002	0.003	-0.003
Si	-27.133	8.132	6.861	-0.005	-0.001	-0.009
Si	-29.823	10.85	6.851	-0.009	0.006	-0.005
Si	-27.118	-2.757	6.877	0.003	-0.013	-0.002
Si	-24.441	-0.021	6.921	-0.009	0.011	-0.006
Si	-21.752	2.703	6.933	-0.005	0.001	-0.005
Si	-24.427	5.389	6.885	-0.005	-0.003	-0.011
Si	-21.79	8.079	7.008	0.01	0.014	0.007
Si	-24.484	10.841	6.925	-0.012	0.01	-0.004
Si	-21.756	-2.735	6.987	-0.002	-0.003	-0.01
Si	-19.053	0.007	7.031	0.001	-0.011	-0.009
Si	-16.366	2.738	7.035	-0.006	-0.003	-0.007
Si	-19.044	5.386	6.992	0.011	-0.009	-0.011
Si	-16.341	8.133	7.008	0.001	0	-0.008
Si	-19.058	10.853	7.072	0.002	-0.006	-0.002
Si	-16.298	-2.694	7.081	0.008	-0.012	-0.005
Si	-13.64	0.06	7.083	-0.012	-0.001	-0.009
Si	-10.951	2.756	6.97	0.005	0.008	-0.005
Si	-13.645	5.447	7.018	-0.002	-0.007	0
Si	-10.936	8.186	7.017	0.002	-0.003	-0.009
Si	-13.631	10.871	7.058	0.003	0.009	-0.008
Si	-10.921	-2.731	7.068	0.012	-0.011	0.001
Si	-8.225	0.027	7.011	0.009	0.006	-0.003
Si	-5.503	2.748	6.948	-0.004	0.002	0.001
Si	-8.24	5.471	6.974	-0.006	-0.005	0
Si	-5.533	-8.143	6.903	0.004	0.021	-0.012
Si	-8.243	-5.445	6.998	0	0.009	-0.006
Si	-5.51	-2.715	6.962	0.006	0.003	0.002
Si	-2.783	0.026	6.89	-0.003	0.015	-0.002
Si	-0.05	2.735	6.804	-0.002	-0.001	0
Si	-2.801	5.467	6.861	0	0.001	0
Si	-0.08	8.174	6.796	0.001	0.005	0.001
Si	-2.771	-5.421	6.863	-0.005	0	-0.001
Si	-0.056	-2.707	6.774	0	0.01	-0.008
Si	1.33	1.361	8.12	0.01	0.003	-0.007
Si	4.046	4.087	8.052	0.003	0.003	-0.008
Si	1.305	6.808	8.125	-0.001	-0.008	0
Si	4.044	9.523	8.065	-0.005	-0.006	-0.001
Si	1.314	-4.073	8.122	0.008	-0.011	-0.002
Si	4.04	-1.346	8.073	0	-0.005	0
Si	6.756	1.368	8.033	-0.006	-0.007	0.004
Si	9.491	4.091	7.993	-0.005	-0.009	0
Si	6.762	6.815	8.01	0.003	0.004	-0.003
Si	9.502	-6.777	7.983	0.011	0.006	-0.006
Si	6.764	-4.065	8.021	-0.005	0.004	-0.008
Si	9.499	-1.345	8.002	0.017	0.013	-0.001
Si	12.216	1.385	7.964	0	-0.002	0.002
Si	14.977	4.108	7.952	0.006	0.014	-0.001
Si	12.237	6.812	7.989	-0.003	0.004	0.009
Si	14.994	9.506	7.971	-0.014	-0.009	0.003
Si	12.232	-4.071	7.968	0.007	0.006	-0.004
Si	14.965	-1.363	7.958	-0.011	-0.01	0.008
Si	17.708	1.37	7.965	-0.003	-0.005	-0.003
Si	20.447	4.092	7.962	0.003	0	-0.014
Si	17.702	6.826	7.949	-0.001	0.002	0.007
Si	20.444	-6.792	7.943	-0.006	-0.001	-0.004
Si	17.727	-4.081	7.958	0	0.004	-0.008
Si	20.461	-1.367	7.975	-0.009	0.007	-0.003
Si	23.165	1.341	7.998	-0.011	0.005	-0.008
Si	25.876	4.079	8.061	-0.002	-0.01	-0.002
Si	23.164	6.8	7.983	0.006	0.006	-0.004
Si	25.9	9.498	8.013	-0.001	0.01	-0.007
Si	23.161	-4.086	7.983	0.005	-0.001	-0.003
Si	25.892	-1.377	8.039	-0.006	0.003	-0.002
Si	28.597	1.344	8.102	-0.001	0.002	-0.008
Si	31.35	4.06	8.165	-0.005	-0.001	0.006
Si	28.611	6.78	8.104	0.008	0.003	-0.004
Si	31.345	9.505	8.153	0.011	0.004	-0.003
Si	28.615	-4.113	8.066	-0.001	0.003	-0.007
Si	31.345	-1.398	8.144	0	-0.003	-0.001
Si	-31.205	1.322	8.173	-0.006	0.001	-0.006
Si	-28.49	4.066	8.215	0.002	-0.004	-0.006
Si	-31.212	6.775	8.198	-0.005	-0.003	-0.003
Si	-28.494	9.486	8.231	0	0.013	-0.001
Si	-31.205	-4.128	8.208	0.001	0.018	0.006
Si	-28.483	-1.397	8.237	0.004	0.009	-0.001
Si	-25.793	1.338	8.283	0.011	-0.003	0
Si	-23.095	4.062	8.303	0.022	0.002	-0.002
Si	-25.798	6.761	8.239	-0.01	-0.005	-0.007
Si	-23.135	9.491	8.32	-0.012	-0.027	-0.003
Si	-25.814	-4.11	8.292	-0.004	0.002	0.001
Si	-23.111	-1.368	8.329	0.003	-0.001	-0.002
Si	-20.421	1.366	8.36	0.015	0.005	0.001
Si	-17.711	4.072	8.408	0.006	0	0.003
Si	-20.4	6.752	8.358	-0.013	0.002	-0.002
Si	-17.683	9.491	8.397	0.006	0.019	0
Si	-20.427	-4.092	8.386	-0.008	-0.009	-0.002
Si	-17.699	-1.352	8.406	-0.004	0.007	-0.008
Si	-15.018	1.389	8.424	-0.006	-0.008	-0.002
Si	-12.288	4.089	8.375	-0.013	-0.008	-0.006
Si	-14.994	6.794	8.393	-0.002	0.002	0
Si	-12.278	9.518	8.412	0.002	0.002	0.007
Si	-14.969	-4.08	8.428	-0.004	0.01	0.005
Si	-12.279	-1.344	8.406	0.008	-0.005	-0.01
Si	-9.592	1.392	8.349	0.004	-0.01	-0.002
Si	-6.87	4.098	8.31	-0.009	-0.015	-0.002
Si	-9.57	6.823	8.362	0.019	0.018	0.003
Si	-6.856	-6.801	8.318	-0.011	-0.003	0.006
Si	-9.561	-4.089	8.401	-0.008	0.006	0.003
Si	-6.844	-1.341	8.336	0.012	0	-0.007
Si	-4.126	1.38	8.274	0.009	0.008	0
Si	-1.409	4.095	8.182	0.005	-0.001	-0.002
Si	-4.153	6.815	8.244	-0.007	-0.02	-0.007
Si	-1.406	-6.79	8.197	-0.002	-0.004	-0.005
Si	-4.125	-4.087	8.266	-0.015	-0.009	-0.004
Si	-1.395	-1.357	8.187	0.001	0.003	-0.009
Si	-0.018	0.013	9.513	0.005	0.002	-0.001
Si	2.705	2.734	9.45	0.006	-0.014	0
Si	-0.036	5.459	9.52	0.001	0.007	-0.002
Si	2.695	8.172	9.451	0.002	-0.001	0
Si	-0.026	-5.425	9.521	-0.002	0	0
Si	2.697	-2.709	9.454	0.007	0.02	-0.004
Si	5.417	0.011	9.414	-0.009	0.008	-0.002
Si	8.143	2.731	9.364	-0.001	0.002	-0.007
Si	5.418	5.457	9.395	-0.004	0.006	-0.001
Si	8.149	-8.144	9.352	0.003	-0.003	-0.004
Si	5.422	-5.428	9.403	0.001	-0.001	-0.005
Si	8.143	-2.708	9.367	-0.006	0.001	-0.002
Si	10.875	0.018	9.338	-0.004	-0.002	0.008
Si	13.604	2.743	9.302	-0.008	0.005	-0.004
Si	10.875	5.447	9.34	0.011	-0.003	0.001
Si	13.619	8.163	9.331	0.016	-0.008	0.006
Si	10.877	-5.427	9.338	-0.001	-0.008	-0.001
Si	13.604	-2.716	9.319	-0.002	0	0.01
Si	16.332	0.005	9.307	0.004	0.01	0.006
Si	19.073	2.728	9.312	-0.009	-0.002	-0.005
Si	16.342	5.46	9.308	-0.001	-0.002	0.001
Si	19.073	-8.146	9.304	-0.008	0.003	0.001
Si	16.353	-5.437	9.312	0.002	0.003	-0.002
Si	19.08	-2.723	9.319	0.001	-0.003	0.001
Si	21.801	-0.013	9.351	0.015	-0.019	0.005
Si	24.507	2.701	9.38	0.001	0.004	0.002
Si	21.801	5.437	9.333	-0.004	0	-0.002
Si	24.522	8.146	9.358	-0.003	-0.015	-0.003
Si	21.792	-5.445	9.328	-0.008	0.013	-0.001
Si	24.515	-2.741	9.367	0.003	-0.005	0.005
Si	27.231	-0.024	9.429	-0.004	0	0
Si	29.961	2.693	9.48	0.007	-0.005	-0.001
Si	27.237	5.421	9.436	-0.007	-0.002	-0.001
Si	29.967	8.136	9.475	0.001	0	-0.001
Si	27.244	-5.472	9.402	0.008	-0.006	-0.002
Si	29.957	-2.759	9.46	-0.004	0.004	0.002
Si	-32.588	-0.032	9.514	0.001	-0.006	0
Si	-29.867	2.694	9.551	0.004	0.002	-0.003
Si	-32.588	5.42	9.539	-0.001	-0.002	0.006
Si	-29.873	8.133	9.579	-0.004	-0.007	0
Si	-32.593	-5.472	9.54	-0.009	-0.005	-0.001
Si	-29.873	-2.748	9.575	-0.008	-0.002	-0.002
Si	-27.161	-0.028	9.626	-0.004	-0.003	-0.005
Si	-24.455	2.701	9.662	-0.006	-0.007	0
Si	-27.163	5.419	9.609	-0.005	-0.002	0.001
Si	-24.486	8.121	9.66	0.005	0.016	-0.002
Si	-27.182	-5.469	9.634	-0.008	0.012	0.004
Si	-24.472	-2.744	9.672	0	-0.006	0
Si	-21.769	-0.011	9.713	-0.007	-0.001	-0.006
Si	-19.069	2.705	9.752	0	0.003	0.004
Si	-21.761	5.404	9.712	0.011	-0.015	0.002
Si	-19.059	8.131	9.735	0.009	-0.004	-0.008
Si	-21.789	-5.471	9.713	0	0.018	0.001
Si	-19.062	-2.731	9.746	0.004	-0.007	-0.006
Si	-16.355	0.005	9.779	-0.003	0.008	-0.002
Si	-13.635	2.739	9.762	-0.008	0.01	-0.004
Si	-16.351	5.439	9.76	-0.008	0.001	-0.003
Si	-13.638	8.15	9.762	-0.002	0.004	-0.006
Si	-16.339	-5.456	9.765	0.003	-0.006	0.003
Si	-13.621	-2.712	9.781	-0.002	-0.008	0
Si	-10.913	0.021	9.744	-0.005	0.006	-0.003
Si	-8.21	2.741	9.694	0.005	0.007	0.005
Si	-10.923	5.452	9.726	0.005	-0.005	-0.01
Si	-8.2	-8.147	9.709	0.003	0.001	0.003
Si	-10.919	-5.44	9.764	0.018	0.002	0.002
Si	-8.189	-2.705	9.715	0.006	-0.007	-0.006
Si	-5.471	0.025	9.661	-0.004	0.001	0.001
Si	-2.745	2.748	9.589	-0.003	-0.003	0.002
Si	-5.489	5.46	9.64	-0.01	0.001	-0.002
Si	-2.767	-8.142	9.575	-0.009	0.021	-0.001
Si	-5.478	-5.433	9.649	0.015	0.007	-0.001
Si	-2.747	-2.706	9.58	0	-0.001	-0.008
Si	1.355	-1.356	10.843	0.002	-0.011	-0.002
Si	4.08	1.374	10.791	0.011	-0.006	0.001
Si	1.353	4.089	10.838	0	0	-0.004
Si	4.075	6.811	10.785	-0.005	-0.003	-0.001
Si	1.355	9.527	10.846	0.012	-0.007	0.002
Si	4.079	-4.07	10.79	-0.011	-0.006	0.002
Si	6.798	-1.351	10.748	-0.011	0.008	0.001
Si	9.519	1.371	10.707	-0.003	0.001	-0.001
Si	6.804	4.099	10.736	0.007	-0.009	-0.004
Si	9.529	-9.5	10.702	0.001	0.005	-0.001
Si	6.806	-6.788	10.741	-0.003	-0.002	-0.001
Si	9.522	-4.07	10.707	0.003	0.009	-0.006
Si	12.247	-1.349	10.678	0.007	0.006	0.001
Si	14.966	1.374	10.654	-0.005	-0.001	0.001
Si	12.253	4.091	10.685	-0.003	0	0.007
Si	14.982	6.804	10.679	-0.011	-0.003	0.005
Si	12.257	9.532	10.681	0.008	0.006	0.002
Si	14.98	-4.077	10.661	-0.003	-0.004	0.001
Si	17.7	-1.359	10.659	-0.004	-0.009	-0.002
Si	20.42	1.359	10.679	-0.009	0.006	-0.005
Si	17.696	4.083	10.656	0.003	0.012	-0.003
Si	20.425	-9.519	10.663	-0.002	-0.007	-0.004
Si	17.711	-6.796	10.669	0.007	0.004	-0.003
Si	20.429	-4.09	10.683	0.002	0	0
Si	23.15	-1.377	10.714	0.002	0.015	0.005
Si	25.86	1.347	10.757	-0.002	0.002	-0.001
Si	23.14	4.073	10.712	-0.003	-0.003	0
Si	25.859	6.792	10.752	0	0.004	-0.001
Si	23.149	9.512	10.694	0.008	0.004	-0.002
Si	25.873	-4.102	10.732	-0.001	0.003	-0.006
Si	28.593	-1.382	10.792	0.002	-0.001	0
Si	31.314	1.333	10.849	-0.007	0.002	0.002
Si	28.59	4.067	10.812	-0.001	0.006	0.004
Si	31.31	6.786	10.864	0	0	0.008
Si	28.589	9.506	10.796	0.002	0.004	-0.003
Si	31.3	-4.103	10.854	0.007	0.015	0
Si	-31.25	-1.379	10.905	0.008	0.002	0.004
Si	-28.537	1.343	10.954	0.001	-0.011	-0.002
Si	-31.236	4.055	10.903	0.002	-0.009	0
Si	-28.532	6.776	10.961	0.004	-0.002	-0.002
Si	-31.255	9.493	10.919	-0.01	0.011	0.003
Si	-28.553	-4.104	10.974	-0.009	-0.001	0.002
Si	-25.837	-1.382	11.024	0.001	0.008	0.002
Si	-23.127	1.351	11.064	0.01	0.007	0.003
Si	-25.827	4.068	11.002	0.004	0.004	-0.001
Si	-23.129	6.779	11.046	0.009	0.006	-0.002
Si	-25.839	9.494	11.013	-0.013	-0.008	-0.004
Si	-23.138	-4.099	11.067	-0.007	-0.004	0
Si	-20.423	-1.368	11.098	0.007	0.002	0
Si	-17.717	1.356	11.132	-0.002	-0.012	0.001
Si	-20.419	4.066	11.108	0.005	-0.001	0.006
Si	-17.709	6.79	11.123	0.007	-0.001	0
Si	-20.425	9.499	11.084	-0.007	0.006	-0.005
Si	-17.711	-4.096	11.114	-0.004	0.004	0.001
Si	-14.992	-1.359	11.134	-0.01	-0.005	-0.003
Si	-12.273	1.37	11.114	-0.004	-0.012	0.002
Si	-14.99	4.09	11.127	-0.001	-0.003	0.004
Si	-12.274	6.792	11.115	-0.004	-0.001	-0.001
Si	-14.988	9.505	11.134	0.006	0.007	0.002
Si	-12.268	-4.081	11.135	0.007	0.009	0.002
Si	-9.542	-1.348	11.088	0.014	-0.005	-0.003
Si	-6.831	1.378	11.033	-0.003	-0.009	0
Si	-9.556	4.094	11.077	0	-0.006	-0.003
Si	-6.83	-9.515	11.04	-0.004	0	0.004
Si	-9.547	-6.8	11.097	-0.002	0.007	0.004
Si	-6.817	-4.076	11.041	0.006	-0.004	-0.001
Si	-4.093	-1.354	10.976	0.003	0.007	0
Si	-1.365	1.367	10.902	0.006	-0.001	-0.002
Si	-4.106	4.097	10.969	0.001	-0.002	-0.003
Si	-1.386	6.814	10.908	-0.008	-0.011	-0.003
Si	-4.106	-6.797	10.978	-0.016	-0.006	0
Si	-1.376	-4.076	10.909	0.002	-0.002	-0.001
Si	2.736	0.012	12.167	-0.001	0.01	-0.002
Si	5.467	2.736	12.118	-0.006	0.01	-0.004
Si	2.732	5.455	12.17	0.003	0.003	0.001
Si	5.457	8.178	12.12	-0.004	-0.002	0.003
Si	2.731	10.899	12.175	0.004	0.004	-0.001
Si	5.46	-2.71	12.133	0.002	0.008	-0.001
Si	8.177	0.011	12.083	-0.001	-0.004	-0.001
Si	10.898	2.729	12.047	-0.003	-0.007	-0.002
Si	8.186	5.458	12.074	-0.006	0	-0.003
Si	10.91	-8.148	12.053	0.002	-0.008	0
Si	8.185	-5.43	12.09	0	-0.005	0.004
Si	10.893	-2.705	12.048	-0.004	-0.003	0.003
Si	13.617	0.013	12.02	-0.007	0.002	0.007
Si	16.326	2.73	12.015	0.001	-0.001	0.003
Si	13.624	5.449	12.04	0.011	0.006	0.005
Si	16.345	8.17	12.025	0.003	-0.005	0
Si	13.624	10.892	12.028	0.002	-0.002	0.009
Si	16.34	-2.719	12.016	0	0.006	0.006
Si	19.049	0.001	12.026	0.002	0.004	0.004
Si	21.771	2.71	12.05	0.01	0.006	0.009
Si	19.057	5.437	12.005	-0.005	-0.007	-0.002
Si	21.782	-8.176	12.035	-0.012	-0.007	0
Si	19.071	-5.453	12.035	-0.008	0.006	0.004
Si	21.776	-2.737	12.053	0.001	-0.014	0.006
Si	24.496	-0.024	12.089	0	-0.014	0.003
Si	27.21	2.701	12.135	-0.005	-0.01	0.003
Si	24.492	5.426	12.088	0.005	0	-0.002
Si	27.211	8.146	12.122	0.006	-0.006	-0.006
Si	24.503	10.862	12.071	0.008	0.005	0.001
Si	27.225	-2.755	12.113	0	0.004	-0.006
Si	29.936	-0.029	12.183	0.001	-0.014	0.006
Si	32.66	2.692	12.227	0.002	-0.002	-0.002
Si	29.933	5.427	12.196	0.008	0.002	0.008
Si	32.645	8.141	12.257	0.009	-0.001	0.007
Si	29.927	10.854	12.191	-0.01	-0.006	0.001
Si	32.642	-2.742	12.227	-0.011	0	0
Si	-29.914	-0.017	12.292	-0.005	0.008	-0.001
Si	-27.201	2.706	12.341	-0.004	-0.004	-0.003
Si	-29.905	5.413	12.301	0.002	0.001	0.005
Si	-27.207	8.136	12.356	-0.003	0.014	0.002
Si	-29.933	10.858	12.311	-0.001	0.003	0.001
Si	-27.218	-2.744	12.361	-0.008	-0.003	-0.002
Si	-24.501	-0.013	12.405	0.003	-0.002	-0.005
Si	-21.781	2.704	12.451	0.008	-0.005	-0.001
Si	-24.494	5.422	12.4	-0.002	-0.009	-0.001
Si	-21.788	8.136	12.435	0	-0.001	0.001
Si	-24.504	10.851	12.408	0	0.004	0
Si	-21.788	-2.738	12.446	0.002	-0.003	0
Si	-19.076	-0.014	12.482	0.005	0.002	0.003
Si	-16.349	2.723	12.48	-0.003	0.002	-0.006
Si	-19.069	5.43	12.481	0	0	0.002
Si	-16.35	8.142	12.496	-0.008	0.005	-0.004
Si	-19.076	10.858	12.467	0.004	0.002	-0.003
Si	-16.356	-2.734	12.481	0.006	-0.003	-0.003
Si	-13.626	0.007	12.484	-0.002	-0.002	0.004
Si	-10.902	2.735	12.458	0.001	0.009	-0.004
Si	-13.629	5.44	12.495	0.002	-0.001	0.001
Si	-10.906	8.157	12.461	0.016	0.007	-0.003
Si	-13.625	10.862	12.493	-0.012	0.001	0.001
Si	-10.892	-2.712	12.464	0.001	-0.003	0.002
Si	-8.17	0.021	12.425	0.003	0.005	-0.001
Si	-5.449	2.744	12.361	-0.008	0.001	0.001
Si	-8.186	5.455	12.422	0	0.001	0.002
Si	-5.454	-8.148	12.367	0.003	0.006	0.001
Si	-8.165	-5.434	12.424	0.004	0.013	-0.008
Si	-5.446	-2.702	12.369	0.001	-0.007	-0.001
Si	-2.71	0.015	12.295	0.002	0.002	0
Si	0.007	2.738	12.231	0.003	-0.009	-0.002
Si	-2.735	5.466	12.302	-0.007	-0.001	0.007
Si	0.001	8.178	12.233	-0.003	0.016	0.002
Si	-2.728	-5.425	12.299	-0.002	0.002	-0.001
Si	0.007	-2.709	12.23	0.001	0.005	-0.002
Si	1.392	1.366	13.547	-0.002	-0.002	0
Si	4.125	4.094	13.492	0.007	-0.02	-0.002
Si	1.382	6.806	13.556	0.007	-0.012	0.003
Si	4.118	9.544	13.503	-0.009	-0.002	0.004
Si	1.377	-4.075	13.565	0	-0.006	-0.002
Si	4.109	-1.35	13.506	-0.003	0	0.009
Si	6.844	1.377	13.46	0	-0.001	0
Si	9.566	4.101	13.418	0.002	0	0.004
Si	6.843	6.815	13.449	0.001	0.002	0.004
Si	9.572	-6.786	13.43	0.007	0.002	0.007
Si	6.849	-4.065	13.472	-0.006	-0.002	0.007
Si	9.545	-1.351	13.429	-0.008	0.016	-0.001
Si	12.259	1.36	13.392	0.005	-0.001	0.005
Si	14.983	4.089	13.395	-0.015	0.001	0.01
Si	12.281	-9.505	13.409	0.002	-0.002	0.005
Si	14.982	9.528	13.383	0.003	0.012	0.007
Si	12.273	-4.06	13.387	-0.01	0.007	-0.003
Si	14.982	-1.348	13.368	0.004	-0.005	-0.001
Si	17.674	1.36	13.372	-0.009	0.003	0.002
Si	20.398	4.08	13.378	-0.02	0.016	0.003
Si	17.704	6.792	13.36	0.003	-0.001	-0.002
Si	20.42	-6.83	13.393	0.017	0.002	0
Si	17.699	-4.088	13.366	0.013	-0.013	-0.003
Si	20.404	-1.365	13.386	-0.002	-0.001	0
Si	23.122	1.345	13.416	0.001	-0.002	0.005
Si	25.839	4.071	13.466	0.003	0.008	0.001
Si	23.125	-9.526	13.421	0.005	-0.004	0.001
Si	25.85	9.514	13.457	0.007	-0.009	-0.002
Si	23.13	-4.105	13.41	0.007	0.006	0.006
Si	25.855	-1.396	13.44	0.003	0.006	-0.003
Si	28.559	1.343	13.508	-0.004	0.01	0.008
Si	31.293	4.064	13.556	0.005	-0.011	0
Si	28.551	6.806	13.516	-0.014	0.009	0.001
Si	31.259	9.505	13.589	-0.009	0.014	0.006
Si	28.557	-4.093	13.521	-0.002	0.007	0.001
Si	31.277	-1.384	13.571	0.008	-0.003	0.005
Si	33.992	1.345	13.63	0.002	-0.003	0.006
Si	-28.566	4.06	13.696	0.007	0.002	0.005
Si	33.996	6.786	13.629	0.003	-0.005	0.005
Si	-28.588	9.499	13.686	-0.006	-0.003	-0.002
Si	33.956	-4.093	13.633	-0.002	0.005	-0.002
Si	-28.594	-1.373	13.695	-0.003	-0.002	0.007
Si	-25.869	1.362	13.743	0.003	-0.002	0.008
Si	-23.147	4.073	13.789	0.007	0	-0.005
Si	-25.862	6.789	13.745	-0.005	0.01	-0.004
Si	-23.156	9.492	13.79	0.007	0.002	-0.004
Si	-25.883	-4.104	13.746	0	-0.004	0.001
Si	-23.155	-1.364	13.788	-0.008	0.005	0.006
Si	-20.43	1.358	13.836	-0.001	-0.005	0.007
Si	-17.703	4.078	13.846	0.006	-0.005	-0.002
Si	-20.441	6.791	13.83	0.002	0.002	-0.001
Si	-17.724	9.497	13.844	0.005	0.007	0.002
Si	-20.443	-4.104	13.825	0.006	0.002	0.006
Si	-17.72	-1.38	13.844	-0.005	-0.003	0.004
Si	-14.986	1.371	13.843	-0.009	0.003	0.001
Si	-12.255	4.081	13.843	0.003	-0.012	0.004
Si	-14.992	6.786	13.871	-0.001	-0.003	0.01
Si	-12.264	9.492	13.85	0.01	0.003	0.006
Si	-14.999	-4.1	13.841	-0.005	0.004	0.001
Si	-12.253	-1.357	13.832	-0.004	-0.006	0.01
Si	-9.525	1.377	13.803	0.007	-0.007	-0.004
Si	-6.802	4.095	13.75	-0.003	-0.001	0.004
Si	-9.536	6.806	13.812	-0.013	0.002	0.004
Si	-6.803	-6.808	13.764	0.001	-0.007	0
Si	-9.519	-4.085	13.799	0.015	-0.008	0
Si	-6.791	-1.344	13.76	-0.003	-0.002	0.005
Si	-4.057	1.373	13.677	0.007	-0.014	-0.003
Si	-1.353	4.089	13.614	-0.002	0.005	-0.001
Si	-4.077	6.818	13.703	-0.022	0.005	0.003
Si	-1.344	9.535	13.625	-0.002	-0.001	0.006
Si	-4.079	-4.08	13.693	0.002	0.003	0.007
Si	-1.338	-1.363	13.62	0.01	-0.005	0.002
Si	0.049	0.01	14.929	0.003	0.001	-0.005
Si	2.785	2.729	14.862	0.006	0.006	0.002
Si	0.031	5.446	14.939	-0.01	-0.002	0.004
Si	2.758	8.192	14.869	0	0.005	-0.002
Si	0.02	-5.412	14.964	0.003	0.006	0.002
Si	2.756	-2.706	14.885	-0.009	-0.001	-0.004
Si	5.499	0.012	14.83	-0.006	0.011	0.005
Si	8.228	2.743	14.792	0.009	0	-0.001
Si	5.503	5.457	14.826	-0.001	0	0.004
Si	8.231	8.162	14.791	-0.003	-0.006	0.004
Si	5.502	10.903	14.847	-0.005	0.003	0.002
Si	8.227	-2.71	14.828	0.005	-0.002	0.007
Si	10.915	0.004	14.772	-0.004	-0.003	0.003
Si	13.616	2.723	14.741	0.001	-0.006	0.004
Si	10.946	5.443	14.777	-0.007	-0.002	-0.001
Si	13.64	-8.141	14.768	-0.008	-0.007	0
Si	10.953	-5.42	14.773	0.005	0.007	0.008
Si	13.627	-2.691	14.735	0.005	0.009	0.009
Si	16.322	0.004	14.744	-0.001	-0.002	0.016
Si	19.028	2.722	14.719	0.003	0.001	0.013
Si	16.353	5.462	14.738	0.01	0.004	0.001
Si	19.059	8.118	14.737	-0.007	-0.012	0.004
Si	16.348	10.881	14.732	-0.001	0.005	0.008
Si	19.041	-2.73	14.728	-0.013	0.003	0.01
Si	21.761	-0.021	14.757	-0.002	0.003	0.006
Si	24.463	2.702	14.791	0.004	0	-0.001
Si	21.742	5.434	14.75	0.016	0.002	0.003
Si	24.481	-8.166	14.787	0.007	0.013	0.004
Si	21.785	-5.487	14.752	-0.009	-0.011	0.002
Si	24.49	-2.759	14.776	0.007	-0.017	0.003
Si	27.188	-0.045	14.822	-0.007	-0.02	0.003
Si	29.915	2.703	14.878	0.002	0.004	0.004
Si	27.181	5.438	14.838	0.007	-0.004	0.001
Si	29.868	8.161	14.929	0.005	-0.006	0.003
Si	27.184	10.862	14.854	-0.012	0.007	0.009
Si	29.91	-2.752	14.91	-0.007	-0.002	0.003
Si	32.618	-0.029	14.955	-0.007	-0.011	0.003
Si	35.318	2.708	15.027	0.002	-0.015	0.005
Si	32.616	5.428	14.954	-0.003	-0.004	0.004
Si	35.326	8.14	15.031	0.002	0.013	0.003
Si	32.581	10.87	14.981	0.005	0.002	0.009
Si	35.28	-2.73	15.021	-0.008	0.003	-0.002
Si	-27.255	0	15.071	-0.001	0.006	-0.001
Si	-24.517	2.718	15.133	0	0.011	0
Si	-27.229	5.426	15.085	0.007	-0.008	0.005
Si	-24.525	8.136	15.148	-0.006	-0.015	0.007
Si	-27.265	10.85	15.082	-0.008	-0.001	0
Si	-24.538	-2.734	15.115	0.008	-0.006	-0.006
Si	-21.814	0.003	15.173	0.011	0.012	0
Si	-19.069	2.727	15.201	0.004	0.004	-0.001
Si	-21.813	5.433	15.18	-0.001	-0.007	-0.003
Si	-19.084	8.139	15.214	0.001	-0.001	0.007
Si	-21.807	10.839	15.175	-0.01	-0.004	0.004
Si	-19.09	-2.745	15.203	0.004	-0.006	0.001
Si	-16.357	0.003	15.184	0.006	-0.002	0.003
Si	-13.617	2.724	15.214	0.003	0.011	0.004
Si	-16.35	5.417	15.238	-0.009	-0.005	0.001
Si	-13.623	8.132	15.239	0	0.009	0.003
Si	-16.362	10.853	15.205	0.001	0.005	-0.005
Si	-13.613	-2.744	15.174	-0.003	-0.004	-0.003
Si	-10.89	0.027	15.177	0.012	0.008	-0.002
Si	-8.143	2.741	15.142	-0.001	0.004	0.001
Si	-10.895	5.457	15.192	0.008	-0.005	-0.005
Si	-8.153	8.157	15.16	0.002	0.017	0.005
Si	-10.858	10.847	15.167	0.008	0.012	0
Si	-8.161	-2.698	15.132	0.005	-0.003	-0.005
Si	-5.387	0.023	15.077	0.001	0.008	0
Si	-2.693	2.743	15.017	-0.009	0.004	0.001
Si	-5.441	5.472	15.087	0.003	0.003	0.015
Si	-2.684	8.186	15.019	0.004	0.004	0.003
Si	-5.425	-5.437	15.085	-0.007	0.01	-0.004
Si	-2.689	-2.717	15.01	0.004	0.005	0.009
O	-0.069	-2.813	22.028	-0.198	0.013	0.169
O	3.681	1.262	22.827	-0.339	-0.156	-0.093
O	1.971	-5.962	-3.968	0.197	0.292	-0.027
O	3.411	5.035	25.062	-0.347	-0.058	0.093
O	2.141	4.539	22.844	0.124	-0.336	0.119
O	6.04	-6.406	-1.29	0.061	-0.124	-0.246
O	5.601	-8.114	21.975	0.115	0.279	0.498
O	4.588	-3.628	22.836	0.123	-0.337	0.121
O	1.409	-6.89	23.016	-0.185	-0.576	0.101
O	3.059	-5.497	21.756	0.159	-0.033	0.299
O	6.622	-1.979	22.791	0.17	-0.164	0.344
O	8.212	-0.091	21.978	0.284	-0.25	0.393
O	8.777	7.711	-6.031	0.071	0.378	-0.538
O	7.141	4.741	22.784	-0.305	0.458	0.505
O	10.944	8.101	21.954	-0.039	0.232	0.527
O	12.915	-7.162	23.134	0.516	0.187	0.192
O	7.129	-6.222	22.898	-0.079	0.355	0.404
O	9.245	-4.715	22.594	-0.045	-0.282	0.324
O	11.897	-7.782	-4.931	0.279	0.087	-0.536
O	10.903	-2.806	21.942	-0.085	-0.114	0.414
O	23.154	3.231	22.789	-0.076	-0.351	0.195
O	12.184	-1.012	23.191	0.189	0.285	0.076
O	16.063	-3.292	25.193	0.194	-0.107	0.063
O	14.605	0.952	23.019	-0.515	-0.195	-0.119
O	7.434	3.73	-4.032	-0.645	0.112	0.13
O	7.936	5.968	24.969	-0.546	0.207	0
O	13.868	5.653	21.837	-0.025	0.126	0.163
O	17.825	-7.51	22.799	0.437	-0.167	0.322
O	15.068	-4.267	22.968	-0.158	-0.625	0.072
O	17.209	7.544	25.075	-0.352	0.161	0.281
O	16.709	-2.434	21.965	-0.057	-0.031	0.456
O	13.58	-0.251	25.2	-0.247	0.19	0.496
O	11.148	-3.148	-2.658	0.526	0.13	0.274
O	18.812	-0.361	21.816	0.15	-0.154	0.172
O	20.654	1.307	22.721	0.329	0.747	0.02
O	16.346	2.712	22.069	-0.107	-0.126	0.427
O	18.228	4.331	22.872	-0.349	-0.116	0.474
O	18.778	5.538	25.171	0.215	-0.164	0.46
O	19.896	6.309	22.877	0.215	0.267	0.518
O	23.299	-0.882	25.436	-0.222	-0.095	0.314
O	19.035	-5.335	22.064	-0.158	-0.181	0.498
O	20.067	-3.063	22.96	0.246	0.258	0.091
O	22.944	-1.779	22.95	-0.613	-0.157	0.118
O	24.414	0.051	21.821	-0.128	0.17	0.082
O	26.173	1.748	22.698	0.195	-0.03	0.426
O	25.338	3.681	24.251	0.094	0.422	0.625
O	24.422	5.352	21.964	-0.059	-0.057	0.465
O	22.508	-8.114	25.06	-0.057	-0.357	-0.437
O	27.562	7.352	-3.15	0.154	0.507	0.437
O	21.59	8.018	21.883	-0.2	0.136	0.413
O	22.842	-6.467	22.982	-0.257	0.295	0.235
O	20.381	-0.708	24.348	0.082	0.069	0.264
O	26.905	-3.103	22.337	0.578	-0.167	0.052
O	29.885	0.176	22.264	0.243	-0.351	0.232
O	27.603	-2.836	24.92	0.314	0.025	0.348
O	27.59	3.943	22.813	0.219	0.361	0.276
O	31.901	0.613	25.967	-0.256	-0.183	-0.466
O	21.272	4.166	-6.245	-0.166	-0.412	0.196
O	27.326	7.568	-5.67	0.056	-0.44	-0.293
O	31.369	6.438	23.231	0.117	-0.135	0.112
O	26.425	8.156	25.124	0.096	-0.058	0.027
O	29.746	-5.422	22.22	-0.04	0.09	0.433
O	-27.014	-6.059	-5.423	-0.73	0.394	0.005
O	26.635	-5.211	24.597	0.101	-0.233	-0.178
O	-28.667	1.472	23.281	-0.482	-0.007	0.295
O	-26.61	2.777	22.679	0.281	-0.361	-0.023
O	-31.399	1.487	24.661	0.182	-0.091	-0.363
O	-31.652	3.627	23.108	-0.113	-0.138	0.137
O	-28.64	7.486	23.087	-0.501	0.239	0.255
O	-28.072	-7.8	25.379	-0.573	0.326	0.037
O	31.512	-8.054	24.938	-0.643	0.387	-0.024
O	-30.044	-5.504	22.316	0.089	0.152	0.498
O	-28.076	-3.908	23.093	0.606	-0.489	0.194
O	-30.831	1.332	-5.766	-0.046	0.351	-0.182
O	-26.851	-1.58	23.077	-0.32	0.196	0.414
O	-24.702	-0.067	22.347	0.221	0.122	0.393
O	-22.873	1.636	23.221	-0.134	-0.032	0.257
O	-25.192	-4.097	-5.509	-0.563	0.209	-0.26
O	-32.382	-6.54	-4.435	-0.717	-0.387	0.081
O	-30.278	4.251	25.998	0.081	0.041	0.149
O	-21.829	-8.018	22.504	0.008	0.028	0.604
O	-23.657	6.854	23.573	0.191	0.142	0.328
O	-26.707	-6.984	23.193	0.118	0.166	0.207
O	-24.775	-5.401	22.292	0.034	0.179	0.14
O	-24.358	-3.567	25.47	-0.577	-0.141	-0.1
O	-24.841	5.645	25.651	0.089	-0.103	0.192
O	-19.08	0.02	22.33	0.102	0.073	0.507
O	-17.193	1.579	23.318	0.119	-0.023	0.416
O	-15.248	-1.135	23.534	-0.304	0.62	0.303
O	-19.55	-3.551	24.333	0.33	0.028	0.203
O	-20.607	3.035	23.299	0.097	-0.016	-0.114
O	-19.111	5.303	22.634	-0.018	0.151	0.295
O	-15.582	-7.159	23.211	-0.177	0.096	0.17
O	-19.391	-6.775	-1.121	0.074	-0.099	-0.077
O	-22.894	-7.14	-6.659	0.149	-0.456	-0.143
O	32.538	3.559	25.464	-0.322	0.003	0.353
O	-13.811	-2.815	24.834	-0.265	-0.302	0.011
O	-9.305	1.189	-5.585	-0.064	-0.352	-0.004
O	-13.138	1.476	-5.861	0.206	-0.157	-0.276
O	-16.65	-7.54	25.571	0.121	-0.262	0.342
O	-13.706	5.213	22.289	-0.041	0.051	-0.122
O	-17.468	7.281	23.458	0.047	0.324	0.264
O	-13.672	-5.447	22.428	-0.13	-0.183	0.471
O	-11.871	-3.689	23.269	0.261	0.252	0.019
O	-9.91	-1.395	23.077	0.034	-0.515	0.397
O	-7.96	0.029	22.155	-0.051	0.058	0.401
O	-10.86	2.536	22.397	-0.107	0.015	0.374
O	-6.091	1.627	23.08	-0.171	-0.492	0.381
O	-3.98	3.28	22.977	0.264	-0.175	0.259
O	-9.386	4.244	23.585	0.199	0.057	-0.009
O	-9.528	-5.905	-1.199	-0.135	0.27	-0.2
O	-12.602	6.8	23.889	0.307	0.129	0.342
O	-9.752	-7.102	23.164	-0.097	-0.324	0.267
O	-9.961	-4.359	-5.263	0.418	0.021	0.075
O	-9.917	-5.915	25.526	0.147	0.327	0.005
O	-5.29	-1.926	22.532	0.007	-0.324	-0.149
O	-8.12	-5.485	22.037	0.095	0.029	0.423
O	-3.173	-1.235	-5.248	-0.188	0.695	-0.197
O	-1.139	1.051	23.277	0.642	0.089	0.244
O	0.312	2.807	22.127	0.088	-0.03	0.455
O	-5.308	4.201	-0.849	-0.334	-0.298	-0.001
O	-2.514	5.361	22.246	-0.102	-0.08	0.429
O	-0.689	6.956	23.167	0.322	0.169	0.226
O	-5.334	-8.097	22.31	-0.178	0.017	0.494
O	-3.507	-6.486	23.247	0.182	-0.022	0.489
O	9.31	3.96	24.059	0.333	0.051	0.287
O	0.129	5.36	25.22	-0.045	-0.283	-0.443
O	4.078	6.331	22.89	-0.018	-0.293	0.436
O	3.548	-6.866	-2.095	0.281	-0.472	-0.196
O	-0.033	-2.954	25.061	-0.504	-0.444	-0.109
O	-3.301	-4.943	25.374	-0.06	-0.141	0.586
O	7.888	6.61	-3.854	-0.39	0.058	0.295
O	5.5	3.501	25.545	-0.055	0.194	-0.087
O	5.201	0.938	25.003	0.203	-0.113	0.474
O	12.639	6.728	24.306	-0.024	0.171	-0.37
O	9.391	2.152	-4.895	0.314	-0.417	0.481
O	11.425	6.672	-3.115	0.003	0.019	-0.026
O	15.361	-7.334	-1.872	-0.101	0.425	0.56
O	14.213	-5.121	25.355	-0.704	0.078	0.425
O	17.379	7.19	-2.143	0.285	0.021	0.32
O	31.601	2.101	-4.783	0.619	0.037	0.269
O	7.71	-1.175	-4.651	-0.053	0.301	-0.297
O	-4.87	-3.017	24.86	0.518	0.116	-0.131
O	12.285	4.31	23.118	-0.178	-0.3	0.123
O	-4.837	-0.935	-1.216	-0.173	0.317	-0.052
O	15.886	-6.735	24.242	0.206	0.384	-0.235
O	-14.786	3.623	-1.277	-0.066	0.111	-0.544
O	-19.921	-1.157	25.612	0.592	0.065	0.073
O	10.007	1.225	-1.615	-0.07	0.168	-0.516
O	18.181	-2.372	-3.471	0.062	-0.537	-0.335
O	13.581	-2.512	-0.504	0.124	-0.055	-0.373
O	18.546	1.273	24.178	-0.218	0.128	-0.289
O	20.951	1.739	25.277	0.418	-0.15	0.523
O	15.385	2.115	-2.768	0.127	0.248	0.207
O	17.908	-5.012	-4.47	0.088	0.094	0.257
O	17.728	-6.557	-1.597	0.071	0.574	-0.257
O	19.937	-2.97	-1.568	0.395	-0.114	-0.184
O	22.689	-3.844	-5.795	0.223	-0.079	0.101
O	-21.864	-1.527	-3.235	-0.4	0.584	0.155
O	27.327	4.88	-3.535	-0.033	-0.042	-0.478
O	7.033	1.985	-6.024	-0.033	-0.469	0.07
O	29.531	5.389	21.935	-0.046	0.169	0.291
O	23.396	4.724	-1.651	0.165	0.15	-0.178
O	21.708	-5.504	25.143	-0.576	-0.039	-0.253
O	24.813	-4.542	22.779	-0.47	-0.102	0.326
O	20.416	6.559	-1.734	0.012	-0.614	-0.334
O	-21.212	1.396	-3.5	0.161	-0.22	0.231
O	13.682	3.626	-1.092	0.75	0.399	-0.205
O	27.214	-3.865	-6.066	-0.428	0.706	0.112
O	-25.584	-0.759	-3.553	0.166	-0.599	0.041
O	28.981	-1.178	-1.333	-0.516	0.361	-0.305
O	-29.993	2.821	-0.006	-0.22	-0.14	-0.144
O	32.467	1.219	-0.93	0.389	0.058	0.023
O	29.475	3.297	-3.794	-0.052	-0.259	0.01
O	26.559	6.03	-1.155	0.382	-0.506	0.028
O	25.684	-4.649	-4.033	-0.188	-0.363	-0.259
O	-6.322	4.179	23.456	-0.073	0.017	-0.44
O	-18.302	-1.066	-3.333	-0.347	0	0.113
O	31.634	1.988	23.247	-0.299	-0.079	0.46
O	-5.7	-5.335	-0.227	-0.06	-0.116	-0.322
O	8.141	2.834	-0.589	0.145	-0.038	-0.207
O	-1.905	-4.443	23.07	-0.286	0.007	0.258
O	-30.112	0.01	21.833	0.03	-0.111	-0.104
O	28.91	4.455	-6.646	-0.313	0.214	0.094
O	-16.13	-2.299	-2.753	0.363	-0.627	0.273
O	-31.153	-4.399	-5.404	0.461	0.416	-0.701
O	-27.924	-4.344	-1.269	0	-0.118	-0.734
O	-23.148	-2.346	-5.245	-0.286	0.449	0.222
O	-15.73	1.89	-5.929	-0.225	-0.34	0.562
O	30.72	-5.436	-3.131	0.1	-0.061	-0.252
O	-27.628	0.034	-6.67	-0.676	0.019	-0.178
O	-29.646	-3.165	-3.617	0.199	-0.092	0.448
O	-23.594	2.659	-3.412	-0.826	0.119	0.382
O	-26.919	1.241	-2.913	0.532	0.227	-0.442
O	2.672	-0.478	-3.387	-0.086	-0.409	-0.208
O	5.564	2.826	21.972	0.038	-0.026	0.43
O	-29.716	7.962	-0.55	-0.14	0.313	-0.338
O	-29.445	-1.916	23.968	0.062	0.109	0.068
O	-25.078	4.794	23.102	0.625	-0.309	0.033
O	15.414	5.823	-1.227	-0.075	-0.491	0.058
O	-16.104	-4.851	-6.227	0.247	-0.147	0.069
O	-15.003	4.43	-5.743	-0.102	0.141	0.234
O	-19.038	2.666	-0.365	0.013	-0.167	-0.431
O	-20.478	-6.104	-6.764	0.166	0.041	-0.528
O	-15.15	6.885	24.516	-0.221	-0.482	-0.008
O	-27.472	7.681	-5.271	-0.358	0.085	0.458
O	-20.263	-8.076	-5.103	-0.352	-0.157	-0.3
O	-18.062	-6.634	-5.736	0.235	-0.479	0.623
O	1.798	-4.42	23.826	-0.34	0.222	-0.448
O	-19.994	-5.536	-4.297	-0.069	-0.222	0.182
O	22.173	-7.496	-5.631	0.331	0.546	0.463
O	-3.568	8.011	-3.159	-0.518	-0.128	-0.036
O	-14.992	7.921	-3.064	-0.631	-0.338	0.033
O	-25.9	4.565	-1.338	0.223	0.046	-0.456
O	-10.197	5.209	25.97	-0.687	-0.252	-0.022
O	29.93	-2.682	-5.757	-0.305	-0.055	0.102
O	-14.541	-0.373	-7.003	0.272	-0.244	0.49
O	-0.231	-4.745	-3.617	0.257	-0.125	0.524
O	-13.564	6.073	-4.307	0.102	-0.162	0.045
O	14.606	4.758	24.488	0.539	0.252	-0.462
O	23.121	-1.081	-1.546	0.001	0.488	-0.286
O	1.653	7.925	-3.236	0.036	-0.176	0.409
O	-14.962	1.622	24.9	0.525	-0.086	-0.257
O	-16.878	-2.458	-5.242	-0.354	0.02	-0.32
O	-18.555	-8.14	-3.303	0.602	0.386	-0.546
O	31.119	-3.275	25.372	0.092	0.6	0.154
O	-4.375	-3.519	-5.786	0.13	-0.277	0.285
O	-7.743	5.064	25.4	0.033	0.085	0.426
O	-1.497	-4.327	-1.435	0.074	-0.282	-0.161
O	-14.899	-0.73	-1.084	-0.014	0.543	-0.128
O	-7.881	5.656	-4.371	-0.015	-0.133	-0.327
O	-3.534	4.919	-4.924	-0.39	-0.198	-0.516
O	-11.486	-6.273	-6.022	-0.303	0.083	0.18
O	22.664	6.407	-6.304	0.032	-0.176	-0.456
O	-5.548	5.206	-3.217	-0.524	0.127	-0.482
O	7.526	2.083	24.608	-0.169	-0.124	-0.266
O	-23.496	0.338	-4.396	0.047	-0.379	-0.426
O	-1.475	0.788	-1.285	0.135	-0.205	0.004
O	-4.101	3.016	-3.242	-0.517	-0.065	0.614
O	21.531	-4.932	-1.056	-0.084	-0.333	0.155
O	-1.313	5.164	-6.231	-0.119	-0.532	-0.446
O	-5	-7.496	-7.022	0.483	0.26	0.069
O	-5.747	6.801	-5.541	0.203	-0.383	0.369
O	1.137	4.146	-5.836	-0.067	-0.201	0.117
O	-20.883	-1.62	23.202	-0.461	0.086	-0.072
O	-6.782	-6.184	-5.554	-0.43	0.21	0.012
O	20.192	-0.715	-3.149	0.028	-0.083	-0.141
O	0.56	1.057	-2.928	0.257	0.188	-0.474
O	2.462	3.061	-3.805	0.249	-0.515	0.13
O	4.478	6.525	-1.2	-0.137	0.486	-0.224
O	5.106	5.366	-3.485	0.614	-0.161	-0.326
O	10.703	-4.549	25.581	0.358	0.046	-0.431
O	-28.05	-1.255	-2.803	-0.373	-0.099	0.516
O	-26.708	1.552	25.072	0.534	0.061	0.016
O	-3.162	5.418	-2.364	0.191	-0.234	0.346
O	-11.912	-4.242	25.813	-0.516	0.07	0.343
O	-9.042	0.855	-2.955	-0.001	-0.187	0.243
O	27.811	-0.935	23.186	-0.128	0.233	0.26
O	4.313	-1.101	23.632	-0.197	-0.344	-0.088
O	5.002	-6.951	-6.157	-0.415	-0.241	-0.188
O	11.244	3.963	-5.529	-0.318	-0.047	0.661
O	-31.937	4.379	-0.792	0.099	-0.141	-0.203
O	22.349	-2.711	-3.444	-0.35	0.164	0.341
O	8.947	-3.498	-1.22	-0.539	-0.052	-0.04
O	15.676	-2.813	-4.044	-0.425	0.14	-0.328
O	23.551	1.409	-5.903	-0.096	0.513	0.125
O	-28.698	1.169	-1.253	-0.307	-0.395	-0.317
O	-31.726	0.643	-3.287	-0.027	0.325	-0.281
O	4.331	-4.426	-1.53	0.211	0.291	-0.566
O	28.135	-0.571	-6.089	-0.256	-0.276	-0.238
O	-31.712	-7.259	23.376	0.282	-0.603	0.17
O	13.911	1.099	-1.005	-0.86	-0.392	-0.14
O	-1.684	7.309	-1.403	-0.065	0.395	-0.079
O	-3.258	-0.363	23.003	-0.285	-0.057	-0.002
O	9.554	-1.184	-2.414	-0.478	0.407	0.186
O	17.612	4.565	-1.585	0.198	-0.36	-0.166
O	7.743	-4.187	24.585	0.337	0.271	-0.226
O	30.131	8.058	-0.515	-0.123	0.025	-0.504
O	-17.933	7.409	-0.951	-0.246	-0.003	-0.129
O	15.425	-4.017	-1.616	0.484	-0.117	-0.051
O	7.288	1.118	-3.552	0.166	0.252	0.133
O	13.764	7.713	-3.34	0.36	0.007	-0.215
O	-20.637	6.744	-2.843	0.016	0.079	-0.051
O	2.577	0.434	24.956	-0.327	-0.026	-0.489
O	-31.267	-0.991	25.626	0.284	-0.1	0.61
O	-25.406	-7.67	-6.673	0.187	0.063	-0.642
O	20.438	-7.963	-3.771	-0.047	0.613	0.374
O	-13.678	2.42	-3.405	-0.354	-0.451	-0.137
O	29.306	-7.426	-4.144	0.672	0.056	-0.264
O	-31.65	-3.411	24.55	0.225	-0.268	0.325
O	-22.988	0.835	-1.656	-0.279	-0.454	-0.139
O	22.968	-6.934	-1.667	-0.203	-0.652	-0.261
O	-1.68	6.617	-4.081	0.615	0.249	-0.026
O	-28.077	6.032	-1.26	-0.193	-0.09	-0.442
O	-31.86	-1.34	23.087	-0.464	0.336	0.168
O	16.632	1.778	-4.945	0.016	0.005	-0.638
O	25.619	-6.959	22.98	-0.163	0.097	-0.421
O	-18.931	5.973	-4.705	0.401	0.043	-0.068
O	-6.825	-3.793	23.284	-0.318	-0.119	0.337
O	23.569	-0.507	-4.119	-0.138	-0.25	-0.526
O	20.795	-3.039	25.457	-0.208	-0.052	0.715
O	-8.891	-1.059	-1.162	0.275	-0.587	-0.45
O	-10.098	7.754	25.118	-0.698	-0.244	-0.575
O	-12.798	1.924	-0.946	0.212	-0.219	0.003
O	17.648	6.311	-5.867	0.203	0.248	-0.116
O	1.934	1.795	-6.004	-0.531	-0.064	0.303
O	-16.352	5.483	-0.256	0.051	-0.017	-0.495
O	-8.235	7.508	-6.036	0.056	0.212	-0.429
O	31.865	3.962	-2.895	-0.014	-0.475	0.181
O	-5.109	2.676	25.295	-0.532	0.237	0.337
O	-19.853	4.364	-6.579	0.224	-0.042	-0.581
O	-27.401	-2.673	25.379	0.061	-0.555	0.237
O	31.912	-4.606	-0.961	0.536	-0.484	0.019
O	-31.644	-7.161	-1.79	-0.214	0.115	-0.083
O	28.648	4.162	-1.459	0.29	0.656	-0.22
O	13.615	7.542	-0.636	-0.725	-0.245	0.108
O	22.648	6.923	-2.96	0.125	0.463	0.325
O	-16.858	-6.735	-2.154	-0.108	0.505	-0.07
O	-3.857	-6.838	-1.149	0.236	-0.279	0.016
O	1.051	-6.567	-1.457	-0.585	0.164	-0.223
O	-29.238	5.882	-4.348	0.07	-0.443	0.393
O	-16.512	-5.181	0.041	0.182	0.077	-0.524
O	-13.631	-2.726	-0.093	0.296	0.064	-0.287
O	31.284	-0.439	-2.492	0.196	0.336	-0.123
O	-31.548	5.677	-5.513	-0.731	-0.09	0.032
O	-0.792	-1.989	-5.786	0.125	-0.396	0.014
O	-31.587	-6.351	-7.003	0.737	-0.355	0.212
O	-27.472	5.227	-6.138	0.296	0.097	-0.481
O	-5.114	0.064	25.536	0.16	-0.335	-0.097
O	2.441	-2.822	25.797	0.429	0.386	0.038
O	-28.088	3.61	-2.377	-0.147	0.126	-0.236
O	-28.125	3.717	24.63	-0.25	0.558	-0.173
O	22.847	3.695	25.311	0.281	0.252	0.349
O	24.231	-6.065	25.033	0.3	0.301	0.399
O	1.733	-1.814	23.383	0.204	0.263	0.265
O	-18.009	-4.937	22.757	0.394	-0.391	0.007
O	-26.193	-4.698	-3.236	0.118	0.306	-0.102
O	-22.631	-4.727	-5.882	0.319	-0.133	0.528
O	-17.505	3.858	-5.381	-0.011	-0.073	0.299
O	-25.381	-1.125	-6.036	0.219	-0.239	-0.497
O	-4.936	-2.128	-3.595	-0.112	-0.808	0.352
O	-18.337	-3.694	-3.524	0.065	-0.37	0.453
O	9.7	-2.291	-6.175	-0.243	0.212	-0.017
O	18.113	3.89	-4.904	0.408	0.119	0.355
O	-14.289	-3.064	-5.391	0.284	-0.014	-0.297
O	31.175	4.592	-5.361	0.382	-0.007	0.204
O	9.574	-7.486	-3.8	-0.038	-0.005	0.891
O	26.568	-6.336	-5.791	-0.293	0.087	-0.072
O	-5.364	6.069	25.081	0.438	-0.084	-0.147
O	-11.99	0.312	23.243	-0.575	0.068	0.53
O	-23.175	-3.478	23.038	0.428	0.476	0.033
O	10.748	-5.357	-0.59	-0.105	0.013	-0.282
O	-25.865	-5.971	-1.068	0.107	-0.129	-0.491
O	-13.691	-3.457	-2.824	-0.303	0.222	0.354
O	-19.754	3.526	-4.134	-0.141	0.197	0.434
O	26.39	6.901	22.8	0.025	-0.362	0.311
O	-20.699	4.573	-1.248	0.098	-0.118	-0.354
O	11.695	-0.018	-3.406	-0.027	-0.456	-0.228
O	-15.482	3.562	23.213	0.123	0.27	0.214
O	24.768	8.084	-6.259	-0.09	-0.031	0.254
O	1.057	-0.443	-6.786	0.12	0.052	0.075
O	-2.709	-5.753	-3.271	0.103	-0.093	-0.473
O	-7.181	6.579	23.216	-0.642	0.159	0.055
O	-9.723	-3.766	-2.776	-0.16	0.358	0.294
O	30.086	2.107	-6.919	0.283	0.05	-0.25
O	-12.515	-4.916	-0.99	0.44	-0.21	-0.209
O	-7.192	0.838	-6.986	0.326	0.253	0.11
O	-13.033	-8.038	-6.94	-0.43	0.498	-0.044
O	-31.464	5.739	-2.923	0.406	0.027	-0.019
O	-8.853	3.232	-4.056	0.541	-0.168	-0.153
O	-8.179	2.763	0.265	0.282	0.194	0.003
O	6.934	-1.103	-1.998	0.088	-0.064	-0.269
O	3.557	-6.358	24.594	0.375	-0.387	-0.408
O	30.375	5.971	25.738	-0.072	0.041	0.01
O	-6.402	6.588	-1.104	0.082	0.41	-0.291
O	-30.201	-5.732	-3.35	0.617	-0.008	0.297
O	11.872	1.45	-5.522	0.027	-0.397	-0.415
O	26.399	-4.066	-1.49	0.64	-0.178	0.065
O	5.21	-5.787	-3.718	0.12	0.578	-0.209
O	3.692	4.102	-1.73	0.022	-0.431	0.162
O	30.667	-0.191	-5.622	0.3	-0.273	0.131
O	-3.172	7.111	-6.257	0.071	0.735	-0.153
O	-14.799	-7.196	-0.669	0.599	-0.223	0.12
O	-3.041	-2.616	-0.314	-0.057	-0.034	-0.183
O	-6.974	-1.52	24.626	-0.362	0.202	-0.01
O	5.396	5.854	-5.993	0.749	0.269	0.023
O	-32.271	6.07	25.192	0.547	0.337	-0.124
O	-28.002	2.66	-6.277	-0.525	-0.047	0.584
O	-7.728	4.52	-2.028	-0.172	-0.038	0.32
O	25.343	-1.838	24.056	0.038	0.027	0.233
O	2.885	1.226	-1.406	0.086	0.292	-0.162
O	-21.271	1.029	25.184	0	-0.006	0.29
O	-20.739	-3.785	-2.515	0.134	-0.506	0.588
O	1.239	3.501	-1.36	-0.231	-0.547	-0.209
O	30.683	-2.925	-2.633	-0.149	-0.115	-0.329
O	16.717	3.059	25.067	0.303	0.261	-0.144
O	12.679	-6.729	-1.674	-0.06	0.396	-0.42
O	-29.408	1.794	-3.696	-0.139	0.262	-0.103
O	1.113	-0.786	-1.276	-0.614	-0.317	-0.414
O	2.593	-2.751	-0.475	-0.044	0.024	-0.306
O	5.128	0.069	-0.636	-0.07	0.186	-0.31
O	7.889	-8.083	-0.441	0.091	0.214	-0.654
O	25.893	0.532	-6.733	0.382	-0.294	-0.153
O	11.396	4.824	-1.231	-0.133	-0.081	0.084
O	15.397	-5.386	-3.917	-0.505	-0.384	-0.145
O	-7.091	0.925	-1.05	0.603	0.015	-0.197
O	28.214	-5.132	-3.972	0.279	0.417	0.3
O	-18.438	-5.707	25.157	-0.267	0.175	0.119
O	-24.57	-6.474	-4.54	0.165	-0.114	0.636
O	-29.844	-2.738	-0.42	0.167	0.094	-0.509
O	8.848	-3.331	-3.849	-0.246	-0.307	-0.202
O	-21.516	-5.406	-0.301	0.034	-0.21	-0.217
O	-10.853	7.444	-5.733	-0.038	-0.388	0.486
O	11.924	-3.241	-5.245	0.621	0.395	0.01
O	2.456	7.977	-0.208	-0.174	-0.09	0.171
O	12.783	2.305	-3.144	-0.314	0.44	0.15
O	15.776	4.474	-6.135	-0.549	0.291	0.092
O	9.49	6.57	-1.426	-0.251	0.022	-0.364
O	22.055	-5.302	-3.647	0.098	-0.519	-0.456
O	28.735	-6.407	-1.674	-0.074	0.065	0.005
O	-16.951	3.259	25.341	-0.366	0.443	-0.144
O	-11.781	-2.657	-4.338	0.223	0.374	-0.158
O	19.737	7.845	-6.329	0.416	0.123	-0.366
O	-22.611	6.395	-1.192	-0.255	-0.21	-0.29
O	-31.69	-1.108	-1.3	-0.194	0.006	-0.273
O	16.212	0.029	-0.353	0.201	-0.229	-0.564
O	-3.801	1.861	-5.587	-0.326	0.231	-0.212
O	18.965	2.735	-0.45	-0.257	-0.241	-0.498
O	-14.326	-5.903	-2.81	-0.045	0.095	-0.48
O	12.817	6.087	-5.24	0.714	-0.036	-0.076
O	19.266	-8.03	-0.21	0.157	0.089	0.107
O	-9.052	2.768	25.777	0.224	-0.079	-0.143
O	15.68	7.3	22.863	-0.317	-0.01	0.438
O	-2.214	-3.192	-3.804	-0.42	-0.068	0.187
O	18.293	-1.003	-1.339	0.087	0.324	-0.29
O	7.373	-3.426	-5.987	-0.359	-0.151	0.321
O	9.733	1.596	23.126	0.682	-0.031	0.191
O	24.684	-2.653	-0.164	-0.117	0.182	-0.227
O	-22.089	5.754	-6.33	0.343	0.585	-0.178
O	-23.845	7.304	-5.139	-0.307	-0.146	0.398
O	23.102	4.725	-4.303	0.096	-0.311	-0.253
O	-6.895	-0.684	-2.937	-0.13	-0.419	-0.569
O	24.769	7.933	-0.565	-0.1	-0.113	-0.242
O	-20.274	-6.006	23.291	0.094	-0.104	0.199
O	25.081	6.141	-3.265	-0.068	0.187	-0.416
O	10.736	6.208	-6.865	0.106	0.436	-0.444
O	23.965	-4.596	-2.044	0.011	-0.101	0.69
O	-22.732	-3.147	-1.084	-0.591	-0.038	-0.479
O	1.808	6.877	24.026	0.141	0.411	-0.154
O	-16.101	0.301	-3.161	0.323	0.473	0.048
O	-22.072	3.319	-5.454	0.394	-0.579	0.226
O	-11.006	0.117	-0.219	0.008	-0.062	-0.22
O	8.663	5.084	-5.791	0.088	-0.51	-0.251
O	30.283	2.584	-0.315	-0.025	-0.056	-0.223
O	26.544	0.364	-4.173	-0.065	-0.408	0.183
O	13.906	-7.741	25.574	-0.001	-0.676	0.392
O	-11.836	-5.126	-3.498	0.206	-0.768	-0.106
O	14.261	2.284	25.327	-0.488	0.116	0.044
O	-17.668	0.51	-1.123	0.168	-0.306	0.138
O	30.187	-2.878	0.037	-0.019	-0.2	-0.254
O	3.587	-0.171	-5.825	0.576	0.117	-0.181
O	6.297	4.576	-1.335	0.116	-0.026	-0.424
O	-7.726	-3.941	-1.096	0.189	0.394	-0.254
O	11.484	-1.972	25.671	-0.496	0.372	-0.034
O	11.417	-7.246	25.243	-0.091	-0.131	0.163
O	9.11	-6.419	24.566	-0.097	-0.268	-0.16
O	-18.626	-3.058	-0.123	0.112	-0.095	-0.213
O	21.805	1.372	-3.907	-0.055	0.542	-0.179
O	28.154	-7.432	23.115	0.359	-0.276	0.25
O	-26.32	6.913	23.989	-0.218	0.039	0.28
O	5.092	7.865	-4.094	0.023	-0.008	0.437
O	-7.758	-7.184	25.009	0.199	-0.474	-0.174
O	-12.678	-7.844	-4.237	0.318	0.401	0.212
O	3.957	-4.615	-6.266	0.294	-0.095	0.418
O	-16.456	-2.887	22.225	0.083	-0.059	0.449
O	-27.794	-2.173	-5.259	0.233	-0.499	-0.011
O	27.114	2.474	-2.802	0.21	-0.043	0.193
O	16.433	-0.377	-3.651	0.241	-0.021	0.184
O	-24.211	4.725	-5.117	-0.716	-0.046	-0.118
O	-24.326	-8.09	-0.397	0.108	0.044	-0.252
O	-0.07	-6.129	-5.762	-0.623	-0.122	0.109
O	-19.593	1.299	-5.667	0.335	0.328	-0.326
O	3.625	-2.516	-4.749	0.008	-0.218	0.236
O	10.176	-6.119	-6.008	-0.7	0.188	0.153
O	18.619	-3.957	-6.696	-0.112	-0.161	-0.436
O	-11.027	5.959	-0.617	0.317	0.154	0.057
O	16.32	-6.221	-6.252	0.079	0.214	-0.143
O	-24.441	2.614	-0.383	-0.199	0.122	-0.091
O	25.925	0.669	-1.517	0.282	-0.669	-0.087
O	13.6	-2.767	24.463	-0.076	-0.171	-0.068
O	-10.007	0.475	24.958	-0.215	0.317	-0.297
O	-13.13	5.731	-7.026	0.16	-0.405	-0.107
O	-20.583	-1.55	-1.029	0.217	0.797	-0.034
O	-0.171	7.856	25.581	0.08	-0.384	0.206
O	12.379	4.448	25.651	-0.19	-0.253	0.138
O	16.314	5.398	-3.741	-0.598	-0.055	-0.255
O	31.562	-3.443	22.802	-0.151	0.304	0.016
O	17.369	-1.73	-5.834	0.094	0.259	-0.097
O	-29.9	-0.73	-4.538	-0.149	-0.184	-0.248
O	-10.093	5.305	-3.025	-0.447	0.2	-0.519
O	9.651	4.761	-3.26	0.156	-0.663	0.1
O	-1.205	-0.861	-3.401	-0.168	-0.439	0.204
O	-25.728	1.334	-5.454	0.186	0.411	0.404
O	20.779	5.882	-4.368	-0.554	-0.276	-0.177
O	-16.216	-2.872	25.538	-0.27	-0.087	-0.081
O	23.951	1.485	24.664	0.329	-0.256	-0.467
O	-32.204	-3.953	-3.12	-0.195	0.178	-0.059
O	28.981	-4.911	25.735	0.01	-0.577	-0.085
O	20.663	1.258	-1.599	0.527	0.045	0.002
O	14.159	0.58	-4.507	0.025	-0.304	-0.393
O	16.981	-7.418	-4.026	0.421	-0.328	-0.49
O	-10.126	3.622	-1.062	-0.115	-0.368	-0.405
O	7.202	-7.147	-4.616	0.415	0.635	0.154
O	-22.34	4.891	-3.305	-0.223	0.293	-0.196
O	-8.275	-8.045	-0.32	0.115	-0.117	-0.364
O	16.168	0.508	25.097	0.243	-0.804	0.349
O	3.785	3.711	-6.009	0.288	-0.399	0.422
O	-20.482	-2.921	-4.953	0.099	-0.104	-0.567
O	-30.105	5.483	22.234	-0.154	0.211	0.655
O	9.293	6.269	22.778	0.221	0.074	0.385
O	20.269	-3.678	-4.671	-0.014	0.522	-0.2
O	-3.058	2.73	-0.394	-0.21	-0.014	-0.086
O	-5.799	-1.242	-5.918	-0.419	0.102	0.369
O	-7.137	-8.117	-3.792	0.128	-0.26	0.74
O	-0.208	5.434	-0.37	0.28	0.148	-0.268
O	3.133	6.431	-4.918	-0.061	-0.138	-0.46
O	23.358	-3.409	24.999	0.054	-0.236	0.342
O	-12.42	4.29	-2.122	0.067	0.214	-0.177
O	19.174	1.648	-3.863	-0.009	0.45	0.093
O	19.984	-6.036	-5.662	0.262	0.024	-0.418
O	29.504	6.483	-5.016	0.468	0.003	0.217
O	-1.657	-0.953	25.015	-0.565	-0.299	0.036
O	20.536	4.044	24.151	0.219	-0.239	-0.126
O	-5.939	-5.35	25.537	-0.307	0.178	-0.084
O	1.517	-3.933	-5.492	-0.21	0.197	-0.487
O	-22.685	-5.436	24.709	-0.056	-0.333	-0.412
O	-22.404	3.411	25.079	-0.483	0.223	-0.02
O	1.214	-6.265	25.543	0.245	0.151	0.558
O	1.672	5.403	-3.03	-0.342	-0.134	0.144
O	-2.002	1.553	-3.73	0.224	0.374	-0.372
O	5.768	-5.446	25.567	0.147	-0.317	-0.155
O	-26.311	-0.621	-1.018	0.34	0.386	0.172
O	-11.205	1.953	-4.021	0.01	-0.292	-0.022
O	-18.536	1.512	-3.318	0.046	0.235	0.163
O	24.945	-2.38	-3.007	0.504	0.309	-0.255
O	0.659	6.588	-5.294	-0.28	0.475	-0.087
O	29.106	-1.203	-3.81	-0.618	0.03	0.136
O	-13.909	-1.076	-3.633	0.246	0.59	-0.192
O	-21.882	-2.908	25.227	-0.126	0.201	0.338
O	5.263	-0.59	-3.886	-0.121	0.043	0.246
O	31.586	-4.895	-5.974	-0.235	-0.322	0.204
O	11.651	-0.673	-0.898	-0.142	0.239	-0.003
O	-11.522	-1.691	25.017	0.09	0.16	0.526
O	-2.912	1.287	25.158	0.335	0.42	0.19
O	-25.567	-3.218	-1.033	0.44	-0.196	0.036
O	-4.495	0.482	-3.392	0.092	0.115	-0.324
O	27.521	2.315	24.832	-0.14	-0.586	-0.041
O	-1.3	-6.355	24.743	-0.094	-0.244	-0.196
O	31.932	-5.49	24.257	-0.062	-0.048	0.094
O	-21.361	-0.528	-5.793	-0.182	0.2	0.04
O	31.665	6.224	-1.476	-0.184	0.175	-0.417
O	11.343	-5.448	-3.824	0.034	-0.158	0.282
O	5.602	-2.811	25.099	-0.403	0.417	0.493
O	9.898	1.994	25.716	0.312	-0.122	0.008
O	18.375	-2.168	24.934	-0.419	0.587	-0.271
O	-30.716	7.934	-4.029	0.556	0.044	-0.379
O	-12.846	7.217	-1.844	-0.095	-0.105	-0.177
O	24.693	2.743	-0.533	-0.164	-0.142	-0.496
O	24.5	1.832	-3.455	-0.056	0.541	0.069
O	-5.271	-6.301	-3.378	-0.07	0.254	-0.265
O	18.638	1.797	-6.458	0.76	-0.355	0.032
O	27.76	2.094	-5.754	-0.184	0.286	0.367
O	-26.833	5.673	-3.56	0.592	0.028	-0.211
O	-12.462	3.912	-5.256	0.705	0.299	-0.034
O	13.438	-3.925	-3.258	-0.049	-0.042	0.364
O	-7.811	-5.604	-3.187	-0.14	0.045	-0.406

Results
total energy: -406611.829 eV
total energy less fixed offsets of O -438.25, Si -107.07 eV per atom: 0.971 eV
